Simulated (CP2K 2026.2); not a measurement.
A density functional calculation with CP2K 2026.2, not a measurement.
Periodic cell of 2016 atoms, Si1440O576, from a study of silicon, its oxide and their interface. The atomic structure is a simulated model.
Doubt: the forces sum to 5.68 eV/angstrom along one axis rather than to zero, so they err by at least 0.0028 eV/angstrom per atom on average; the grid cutoff is modest.

Settings
functional: PBE
method: Gaussian and plane waves
basis set: DZVP-MOLOPT-SR-GTH
pseudopotentials: GTH-PBE
grid cutoff: 300 Ry, relative cutoff 40 Ry
k points: Gamma only
occupations: fixed
spin: none
net charge: 0

Cell vectors (angstrom)
a 65.28 0 0
b 0 16.32 0
c 0.2498 -0.0165 33.1985

Atoms and the computed forces on them: element, x, y, z (angstrom), force x, y, z (eV/angstrom)
Si 1.473 -1.078 -0.032 0.054 -0.252 0.701
Si 4.403 1.135 0.203 -0.126 0.221 0.707
Si 1.221 4.242 0.074 0.259 -0.078 0.701
Si 4.054 7.107 0.152 0.001 -0.217 0.708
Si 1.761 -7.094 -0.186 -0.207 0.268 0.728
Si 4.562 -4.21 -0.031 -0.27 0.061 0.729
Si 6.665 -1.034 0.245 0.122 -0.167 0.826
Si 9.334 1.61 0.165 0.125 -0.146 0.788
Si 7.167 3.873 0.105 -0.269 0.09 0.714
Si 9.656 6.428 0.246 -0.087 0.306 0.696
Si 6.643 9.76 0.083 0.123 -0.09 0.752
Si 9.747 -4.271 0.176 -0.105 0.165 0.738
Si 12.523 -1.616 0.094 -0.164 0.095 0.808
Si 15.354 0.976 0.127 -0.1 0.108 0.752
Si 12.046 4.366 0.39 0.106 -0.24 0.628
Si 14.993 6.459 0.292 -0.214 0.482 0.609
Si 11.791 -6.665 0.075 0.232 -0.119 0.676
Si 14.512 12.275 -0.057 0.271 -0.108 0.725
Si 17.375 -1.432 0.077 0.241 -0.072 0.708
Si 20.517 1.178 0.058 -0.137 0.07 0.659
Si 17.496 4.46 0.149 0.388 -0.508 0.575
Si 20.055 6.901 0.096 0.344 -0.105 0.675
Si 17.932 9.233 0.207 -0.192 0.088 0.76
Si 20.573 11.968 0.122 -0.186 0.155 0.733
Si 22.723 -1.098 -0.076 0.212 -0.186 0.675
Si 25.965 0.851 0.294 -0.234 0.397 0.657
Si 23.245 3.894 -0.111 -0.221 0.14 0.688
Si 25.769 6.608 -0.082 -0.001 0.208 0.684
Si 22.906 9.835 0.109 0.1 -0.325 0.664
Si 25.816 11.856 0.102 -0.096 0.339 0.609
Si 28.297 -1.289 0.255 0.305 -0.306 0.722
Si 31.218 1.377 0.244 0.22 -0.308 0.759
Si 28.997 3.605 0.167 -0.302 0.319 0.737
Si 31.601 6.799 -0.24 -0.308 -0.14 0.684
Si 28.179 9.791 0.084 0.149 -0.224 0.69
Si 31.419 12.013 0.147 -0.309 0.259 0.624
Si 34.109 -1.692 0.19 -0.064 0.221 0.769
Si 36.625 1.326 0.622 -0.01 -0.048 0.569
Si 34.462 3.463 0.135 -0.239 0.241 0.806
Si 36.92 6.394 0.183 -0.201 0.226 0.705
Si 33.675 9.727 0.123 0.368 -0.203 0.636
Si 36.37 12.493 0.145 0.158 -0.076 0.749
Si 38.675 -0.876 0.049 0.302 -0.102 0.702
Si 42.075 1.231 -0.323 -0.117 0.228 0.676
Si 39.03 4.126 0.49 0.238 0.026 0.663
Si -23.594 7.091 -0.21 0.273 -0.211 0.755
Si 39.463 9.355 -0.057 -0.236 0.189 0.774
Si -23.428 12.233 -0.075 0.279 -0.026 0.65
Si -20.9 -0.98 -0.356 0.2 -0.147 0.682
Si -17.9 1.703 -0.081 0.066 -0.255 0.678
Si -20.086 3.98 -0.246 -0.342 0.109 0.695
Si -17.954 7.146 -0.125 0.212 -0.123 0.744
Si -20.156 9.415 -0.178 -0.277 0.08 0.715
Si -17.681 12.395 0.073 0.079 -0.174 0.686
Si -14.779 -1.515 0.035 -0.091 0.154 0.707
Si -12.703 1.81 -0.032 0.34 -0.222 0.689
Si -14.835 4.12 0.085 -0.215 0.191 0.696
Si -12.364 7.045 0.05 0.23 -0.149 0.657
Si -14.622 9.299 -0.094 -0.255 0.297 0.642
Si -12.478 -3.648 -0.196 0.272 -0.274 0.729
Si -9.373 -1.097 -0.372 0.057 -0.348 0.645
Si -6.81 1.693 -0.099 0.085 -0.158 0.65
Si -9.14 3.871 -0.087 -0.128 0.075 0.659
Si -6.418 6.455 -0.077 -0.243 0.293 0.68
Si -9.356 -6.624 -0.123 -0.162 0.027 0.685
Si -6.274 -4.307 -0.051 -0.311 0.168 0.711
Si -3.79 -1.614 -0.004 -0.016 0.261 0.679
Si -0.817 1.096 -0.078 -0.248 0.059 0.738
Si -4.144 4.294 0.132 0.131 -0.12 0.697
Si -1.009 6.439 0.087 -0.048 0.193 0.752
Si -4.166 -6.652 0.095 0.171 -0.087 0.67
Si -1.497 -3.731 0.039 0.074 -0.128 0.774
Si 2.849 0.005 1.5 -0.013 -0.011 -0.046
Si 5.55 2.762 1.4 0.018 0.012 -0.046
Si 2.834 5.455 1.307 0.021 -0.01 -0.046
Si 5.514 8.27 1.505 0.011 0.018 -0.054
Si 2.833 -5.391 1.132 0.021 -0.031 -0.041
Si 5.565 -2.705 1.461 0.002 0.003 -0.048
Si 8.219 0.086 1.542 0.006 0.018 -0.06
Si 10.933 2.666 1.495 -0.034 -0.004 -0.051
Si 8.168 5.35 1.603 -0.01 -0.04 -0.052
Si 10.776 -8.222 1.468 0.013 -0.02 -0.062
Si 8.182 -5.432 1.454 -0.012 0.002 -0.036
Si 10.936 -2.713 1.448 0.008 -0.01 -0.046
Si 13.693 -0.079 1.423 -0.009 -0.019 -0.058
Si 16.443 2.657 1.336 -0.047 0.032 -0.02
Si 13.526 5.462 1.776 0.004 0.008 0.013
Si 16.221 8.153 1.392 0.013 0.004 -0.085
Si 13.445 10.776 1.374 -0.01 0.002 -0.074
Si 16.167 -2.94 1.358 -0.018 0.005 -0.062
Si 18.989 -0.136 1.299 0.003 -0.01 -0.022
Si 21.79 2.662 1.353 -0.035 0.016 -0.066
Si 19.032 5.441 1.583 0.008 0.017 -0.039
Si 21.756 8.092 1.226 0.017 0.004 -0.063
Si 19.048 10.815 1.487 0.006 0.008 -0.048
Si 21.729 -2.736 1.344 0.03 0.02 -0.049
Si 24.305 -0.185 1.485 -0.052 -0.012 0.009
Si 27.16 2.627 1.325 -0.016 0.026 -0.065
Si 24.311 5.45 1.322 0.003 -0.053 -0.077
Si 27.113 8.058 1.27 -0.006 -0.021 -0.044
Si 24.399 10.807 1.608 -0.006 -0.019 -0.02
Si 27.026 -2.866 1.396 -0.013 -0.025 -0.056
Si 29.948 -0.165 1.481 -0.006 0.026 -0.061
Si 32.728 2.607 1.503 0.017 0.006 -0.068
Si 30.106 5.406 1.209 -0.016 0.08 -0.031
Si 32.59 8.12 1.408 0.017 -0.022 -0.05
Si 29.781 10.876 1.398 0.008 -0.014 -0.013
Si 32.556 -2.796 1.52 0 0.006 -0.076
Si 35.188 -0.148 1.631 -0.029 -0.059 -0.043
Si 37.927 2.714 1.912 0.032 -0.016 0.019
Si 35.309 5.267 1.437 -0.041 0.005 -0.083
Si 37.975 8.15 1.315 0.006 -0.002 -0.066
Si 35.297 10.84 1.393 -0.012 0.018 -0.067
Si 37.886 -2.621 1.443 0.022 0.025 -0.07
Si 40.583 0.068 1.137 0.014 -0.015 -0.04
Si -21.86 2.812 0.946 0.034 -0.002 -0.075
Si -24.536 5.478 1.298 0.032 0.033 -0.068
Si -21.861 8.215 1.027 0.028 0.011 -0.038
Si -24.665 10.874 1.334 -0.016 -0.024 -0.04
Si -21.869 -2.69 1.043 -0.01 0.035 -0.016
Si -19.181 0.049 1.036 0.028 -0.027 -0.019
Si -16.399 2.861 1.3 0.021 -0.007 -0.038
Si -19.07 5.536 1.197 0.008 0.025 -0.046
Si -16.31 8.24 1.183 -0.003 0.013 -0.047
Si -19.071 10.937 1.254 0.013 -0.037 -0.033
Si -16.237 -2.71 1.397 0.021 0.002 -0.042
Si -13.657 0.123 1.268 0.011 -0.016 -0.006
Si -10.85 2.762 1.129 0.017 -0.03 0.002
Si -13.558 5.555 1.389 -0.007 0 -0.04
Si -10.734 -8.049 1.195 -0.004 0.02 -0.045
Si -13.527 -5.329 1.126 -0.002 0.029 -0.011
Si -10.775 -2.53 1.008 0.015 0.001 -0.047
Si -7.948 0.017 1.128 -0.018 0.038 -0.047
Si -5.343 2.759 1.373 -0.032 -0.008 -0.059
Si -8.028 5.417 1.283 -0.004 -0.006 -0.02
Si -5.4 8.115 1.286 0.006 -0.026 0.003
Si -8.037 -5.274 1.216 0.028 -0.002 -0.032
Si -5.268 -2.75 1.366 -0.008 0.007 -0.055
Si -2.551 0.025 1.163 0.014 0.012 -0.057
Si 0.118 2.679 1.394 -0.007 -0.009 -0.047
Si -2.582 5.405 1.451 -0.007 0.012 -0.067
Si 0.147 8.158 1.207 0.007 -0.001 -0.075
Si -2.577 -5.414 1.298 0.002 0.016 -0.051
Si 0.168 -2.622 1.254 0.003 0.017 -0.055
Si 1.485 1.394 2.792 0.001 0.018 0.013
Si 4.161 4.12 2.713 -0.008 -0.011 0.015
Si 1.457 6.815 2.668 -0.014 0.03 0.027
Si 4.096 9.64 2.734 -0.038 0.016 0.023
Si 1.468 -4.074 2.572 0.032 0.002 0.002
Si 4.153 -1.407 2.816 0.009 0.01 0.015
Si 6.839 1.422 2.866 0.005 0.009 0.028
Si 9.584 4.026 2.911 0.017 -0.007 0.028
Si 6.819 6.821 2.822 0.006 0.006 -0.008
Si 9.471 -6.834 2.83 0.01 0.002 0.034
Si 6.892 -4.045 2.831 0.009 0.015 0.027
Si 9.581 -1.348 2.797 -0.012 -0.015 0.002
Si 12.314 1.283 2.782 -0.002 -0.002 0.007
Si 15.004 3.956 2.806 0.063 -0.014 -0.012
Si 12.181 6.899 2.956 -0.042 0.034 0.028
Si 14.896 9.52 2.753 0.009 0.002 0.008
Si 12.221 12.193 2.819 0.004 0.012 0.035
Si 14.964 -1.489 2.803 -0.003 -0.01 0.036
Si 17.731 1.278 2.735 -0.004 0.004 0.019
Si 20.434 4.004 2.768 0.006 -0.028 -0.004
Si 17.595 6.806 2.838 -0.011 0.014 0.018
Si 20.44 9.428 2.751 -0.002 -0.024 0.039
Si 17.622 12.166 2.758 0.013 0.028 0.005
Si 20.354 -1.418 2.729 -0.005 -0.018 0.034
Si 23.069 1.309 2.797 -0.008 0.029 0.015
Si 25.777 4.043 2.624 -0.017 -0.028 0.043
Si 23.026 6.781 2.723 0.011 0.04 0.006
Si 25.794 9.354 2.788 0.029 -0.027 0.007
Si 23.072 12.277 2.82 -0.008 0.017 0.028
Si 25.72 -1.505 2.811 0.027 -0.004 0.043
Si 28.527 1.286 2.751 0.023 -0.04 0.03
Si 31.345 4.077 2.733 -0.01 -0.02 0.027
Si 28.587 6.712 2.58 0.001 -0.008 -0.013
Si 31.154 9.456 2.728 -0.002 0.02 0.012
Si 28.443 12.182 2.796 -0.011 0.004 0.03
Si 31.225 -1.47 2.893 0.018 0.018 0.015
Si 33.895 1.243 2.96 0.005 -0.005 0.04
Si 36.539 4.105 3.059 -0.033 0.03 0.046
Si 33.947 6.713 2.72 0.017 -0.005 0.034
Si 36.651 9.479 2.714 0.016 0.016 0.01
Si 33.93 12.137 2.82 0.003 0.01 0.06
Si 36.596 -1.431 2.952 -0.012 -0.003 0.055
Si 39.47 1.3 2.836 0.018 -0.047 0.033
Si -23.104 4.104 2.528 -0.001 -0.056 -0.009
Si -25.905 6.819 2.692 -0.025 -0.021 0.031
Si -23.174 9.523 2.553 0.006 -0.017 0.009
Si -25.976 12.274 2.677 -0.015 0.003 0.01
Si -23.275 -1.354 2.457 0.012 0.024 0.034
Si -20.508 1.443 2.424 -0.029 0.008 0.036
Si -17.738 4.215 2.629 0.004 0.027 0.031
Si -20.515 6.865 2.488 -0.013 0.005 0.029
Si -17.658 9.594 2.575 0.015 -0.008 0.052
Si -20.491 12.327 2.503 -0.04 -0.012 0.005
Si -17.773 -1.282 2.487 -0.012 0.05 0.026
Si -15.038 1.446 2.618 -0.026 -0.003 0.039
Si -12.137 4.132 2.596 -0.015 -0.004 0.006
Si -14.997 6.899 2.632 -0.038 -0.01 0.048
Si -12.156 -6.689 2.518 -0.012 0.001 0.035
Si -14.868 -4.094 2.641 0.002 -0.047 0.049
Si -12.158 -1.245 2.494 0.029 -0.017 0.012
Si -9.457 1.354 2.472 0.027 0 0.01
Si -6.707 4.111 2.713 -0.021 -0.007 0.039
Si -9.42 6.851 2.551 -0.011 -0.011 -0.002
Si -6.763 -6.77 2.584 0.018 0.026 0.028
Si -9.465 -3.905 2.479 -0.05 -0.019 -0.001
Si -6.679 -1.329 2.579 -0.003 0.007 0.011
Si -3.928 1.347 2.587 0.018 -0.007 0.009
Si -1.268 4.005 2.763 0.003 0.005 0.026
Si -3.985 6.835 2.685 -0.02 0.005 0.034
Si -1.208 -6.798 2.595 -0.008 -0.033 0.016
Si -3.935 -4.104 2.718 0.023 -0.006 0.042
Si -1.227 -1.294 2.634 -0.02 -0.01 0.025
Si 0.075 0.028 4.077 -0.023 0.001 -0.013
Si 2.827 2.771 4.112 0.005 -0.007 0.012
Si 0.093 5.451 4.04 0.007 0 -0.018
Si 2.769 8.202 4.061 0.013 -0.009 -0.02
Si 0.111 -5.42 3.973 0.005 -0.002 0.004
Si 2.754 -2.763 4.083 -0.008 -0.008 -0.001
Si 5.487 0.002 4.159 0.01 0.007 -0.017
Si 8.202 2.715 4.253 0.006 0.003 0
Si 5.46 5.46 4.143 0.005 -0.02 -0.003
Si 8.158 -8.175 4.211 0.011 0.001 0.006
Si 5.471 -5.388 4.138 -0.015 -0.01 -0.008
Si 8.233 -2.692 4.18 0.001 -0.012 0.007
Si 10.936 -0.023 4.17 0.009 0.016 0.007
Si 13.634 2.648 4.175 0.008 -0.017 0.006
Si 10.882 5.445 4.25 -0.009 -0.017 0.001
Si 13.606 8.21 4.227 -0.031 0.016 0.02
Si 10.86 10.85 4.175 0.004 0.003 -0.014
Si 13.592 -2.785 4.19 -0.003 0.001 -0.017
Si 16.34 -0.067 4.112 -0.014 -0.014 -0.019
Si 19.061 2.643 4.125 0.006 -0.011 -0.012
Si 16.303 5.376 4.173 -0.018 0.008 -0.001
Si 19.028 8.132 4.148 -0.007 0.01 -0.018
Si 16.285 10.833 4.143 -0.017 -0.009 -0.003
Si 18.996 -2.774 4.105 0.005 0.009 -0.01
Si 21.696 -0.057 4.131 0.03 -0.022 -0.01
Si 24.473 2.69 4.083 0.013 0.016 -0.017
Si 21.732 5.401 4.126 -0.004 -0.004 0.016
Si 24.412 8.06 4.141 0.008 0.01 0.027
Si 21.736 10.834 4.129 0.019 -0.01 -0.01
Si 24.425 -2.792 4.24 -0.006 -0.011 0.055
Si 27.138 -0.078 4.095 -0.003 0.006 -0.008
Si 29.907 2.686 4.066 -0.003 0.016 -0.024
Si 27.182 5.379 3.989 -0.009 0.027 -0.01
Si 29.832 8.073 4.074 -0.009 -0.022 0.001
Si 27.134 10.764 4.136 -0.013 0.009 -0.016
Si 29.815 -2.811 4.182 -0.018 0.001 -0.005
Si 32.528 -0.092 4.268 0.018 -0.01 0.014
Si 35.234 2.642 4.296 -0.012 0.015 0.005
Si 32.617 5.408 4.157 0.028 -0.01 0.015
Si 35.305 8.107 4.072 -0.022 -0.032 -0.004
Si 32.535 10.785 4.122 0.004 0.001 0.002
Si 35.253 -2.829 4.228 -0.024 0.02 0.002
Si 38.052 -0.042 4.171 -0.016 0.006 -0.023
Si -24.425 2.756 4.011 -0.001 0.033 0.006
Si -27.233 5.497 4.157 0.016 0.011 -0.002
Si -24.506 8.179 3.992 0.008 0.009 -0.008
Si -27.279 10.87 4.055 -0.006 0.023 -0.001
Si -24.539 -2.703 3.962 0.009 0.045 0.002
Si -21.85 0.036 3.816 -0.006 -0.029 -0.041
Si -19.13 2.767 3.871 -0.004 -0.01 -0.005
Si -21.784 5.471 3.916 0.007 0.01 0.007
Si -19.082 8.201 3.861 0.013 -0.014 -0.017
Si -21.813 10.923 3.887 0.009 0.008 0.009
Si -19.095 -2.664 3.87 0.029 -0.003 0.013
Si -16.406 0.048 3.905 -0.003 -0.012 0.013
Si -13.575 2.779 3.914 0.012 -0.012 -0.017
Si -16.339 5.523 3.98 0.012 -0.005 0.014
Si -13.563 -8.047 3.898 0.007 0.013 -0.014
Si -16.297 -5.407 3.963 0.003 -0.001 0
Si -13.508 -2.648 3.884 0.011 0.017 0.006
Si -10.81 0.056 3.903 0.003 0.027 0.014
Si -8.134 2.715 3.928 -0.007 -0.024 -0.005
Si -10.8 5.507 3.931 0.018 0.009 0.018
Si -8.107 -8.114 3.954 0.013 -0.002 0.015
Si -10.807 -5.318 3.867 0.019 -0.003 -0.002
Si -8.104 -2.638 3.917 -0.003 -0.002 0.011
Si -5.324 0.017 3.946 0.004 0 0.01
Si -2.662 2.682 4.064 -0.009 0.005 0.014
Si -5.351 5.482 4.041 0.009 -0.009 -0.006
Si -2.609 8.21 3.993 -0.009 -0.007 -0.007
Si -5.376 -5.448 3.982 -0.014 -0.005 0.003
Si -2.588 -2.677 4.005 0.011 -0.008 -0.008
Si 1.336 -1.323 16.292 0.005 0.014 0.001
Si 4.04 1.407 16.34 0.003 -0.007 -0.006
Si 1.308 4.127 16.306 0.001 0.013 -0.001
Si 4.058 6.843 16.333 0.001 0.003 -0.005
Si 1.338 -6.732 16.279 -0.005 0.011 0.004
Si 4.022 -4.059 16.352 -0.009 -0.002 -0.004
Si 6.786 -1.341 16.369 -0.006 0.002 -0.013
Si 9.48 1.375 16.407 0.003 -0.004 -0.005
Si 6.762 4.113 16.403 -0.002 0.01 0.003
Si 9.487 -9.477 16.448 0.008 -0.005 -0.002
Si 6.781 -6.79 16.427 0.01 0.01 0.006
Si 9.452 -4.074 16.417 -0.008 -0.004 0
Si 12.189 -1.335 16.421 0.006 0.006 -0.01
Si 14.945 1.403 16.404 0.014 0.013 -0.006
Si 12.235 4.133 16.422 0.023 0.004 -0.004
Si 14.91 6.773 16.383 -0.002 -0.009 -0.009
Si 12.179 9.529 16.411 0.002 -0.003 -0.009
Si 14.921 -4.077 16.417 -0.003 -0.003 -0.02
Si 17.677 -1.362 16.361 0.007 0.002 -0.016
Si 20.384 1.284 16.399 -0.01 -0.002 -0.011
Si 17.63 4.026 16.411 -0.004 -0.015 -0.002
Si 20.37 6.749 16.386 0.001 0 -0.013
Si 17.676 9.506 16.391 -0.009 -0.004 -0.015
Si 20.451 -4.109 16.407 0.01 -0.003 -0.002
Si 23.114 -1.453 16.47 -0.004 0.001 -0.003
Si 25.858 1.246 16.415 -0.015 0.001 -0.016
Si 23.109 4.01 16.376 -0.005 -0.011 -0.021
Si 25.851 6.738 16.367 0.015 0.007 -0.015
Si 23.099 9.513 16.39 -0.001 -0.009 -0.004
Si 25.835 -4.114 16.459 0.014 0.006 0.003
Si 28.557 -1.399 16.436 -0.008 0.001 -0.01
Si 31.33 1.305 16.4 0.014 -0.011 0.01
Si 28.58 4.007 16.373 -0.008 0.009 0.002
Si 31.322 6.751 16.363 0.006 -0.01 -0.002
Si 28.549 9.481 16.408 0.003 -0.007 -0.008
Si 31.273 -4.121 16.354 0.003 -0.005 -0.006
Si 34.055 -1.377 16.33 -0.005 -0.008 -0.007
Si 36.772 1.343 16.244 0.001 0.009 -0.013
Si 34.017 4.036 16.341 0.011 -0.008 0.003
Si 36.758 6.771 16.267 -0.016 -0.012 -0.008
Si 34.03 9.459 16.343 0.013 0.006 -0.004
Si 36.784 -4.09 16.344 -0.008 0.002 0.003
Si 39.514 -1.397 16.259 -0.003 0.004 0.009
Si -23.053 1.299 16.202 -0.019 -0.008 -0.01
Si -25.767 4.061 16.208 -0.001 -0.005 -0.016
Si -23.085 6.765 16.161 0.001 0 -0.002
Si -25.78 9.535 16.224 0.006 0.008 -0.006
Si -23.07 -4.122 16.209 -0.005 -0.026 -0.002
Si -20.341 -1.367 16.185 -0.004 0.007 -0.003
Si -17.654 1.307 16.123 -0.018 0.004 0.002
Si -20.315 4.053 16.133 0.015 0.002 0.004
Si -17.653 6.756 16.131 -0.017 -0.008 0
Si -20.368 9.523 16.158 0.002 -0.001 -0.007
Si -17.626 -4.078 16.178 -0.015 0.004 0.003
Si -14.905 -1.35 16.187 -0.006 0.011 0.007
Si -12.265 1.335 16.155 -0.029 -0.007 0.001
Si -14.919 4.08 16.115 0.006 0.01 -0.003
Si -12.224 -9.489 16.152 0.007 0.005 0
Si -14.907 -6.767 16.187 0.01 0.019 0.01
Si -12.244 -4.07 16.216 -0.011 0.007 -0.001
Si -9.562 -1.35 16.202 -0.003 -0.004 0.009
Si -6.828 1.385 16.161 0.004 -0.001 -0.014
Si -9.516 4.139 16.124 0.005 0.009 -0.008
Si -6.826 6.871 16.145 0.001 0.002 0
Si -9.555 -6.741 16.198 0.008 0.008 0.011
Si -6.878 -4.086 16.172 -0.016 -0.025 -0.009
Si -4.098 -1.309 16.154 0.004 0.021 -0.014
Si -1.374 1.407 16.176 0.003 0.007 -0.009
Si -4.092 4.154 16.147 0.009 -0.006 -0.007
Si -1.406 6.847 16.271 -0.007 0.001 -0.001
Si -4.124 9.538 16.234 -0.003 0 0.003
Si -1.414 -4.041 16.228 -0.006 0.001 -0.008
Si 2.654 0.066 17.676 0.002 -0.011 0.019
Si 5.399 2.729 17.743 -0.008 -0.008 0.002
Si 2.691 5.482 17.654 -0.016 -0.016 0.009
Si 5.368 8.192 17.761 -0.001 -0.008 0.011
Si 2.665 -5.42 17.729 0.009 0.005 0.007
Si 5.395 -2.697 17.68 0.015 0.007 0.01
Si 8.114 0.013 17.777 0.005 0 -0.015
Si 10.863 2.752 17.721 -0.002 -0.007 -0.005
Si 8.078 5.509 17.782 -0.001 -0.001 0.007
Si 10.86 -8.133 17.839 -0.009 0.007 -0.004
Si 8.153 -5.464 17.826 -0.003 -0.019 0.012
Si 10.773 -2.671 17.761 0.004 0.014 -0.029
Si 13.554 0.075 17.73 -0.029 -0.003 -0.004
Si 16.29 2.704 17.851 0.003 -0.019 0.021
Si 13.555 5.503 17.842 -0.026 0.027 0.016
Si 16.277 8.136 17.689 0.02 0.024 -0.016
Si 13.501 10.915 17.759 0.005 0.002 0.001
Si 16.331 -2.705 17.71 -0.008 0.019 0.005
Si 18.99 -0.029 17.777 0.015 0.001 -0.001
Si 21.787 2.607 17.725 0.006 0.009 -0.008
Si 19.01 5.369 17.733 -0.005 0.001 0.018
Si 21.724 8.141 17.711 -0.017 0.009 -0.012
Si 19.094 10.843 17.724 -0.005 -0.01 -0.013
Si 21.75 -2.786 17.885 0.006 0.006 0.019
Si 24.55 -0.156 17.814 0.022 0.007 -0.02
Si 27.226 2.63 17.729 0.02 -0.012 0.001
Si 24.467 5.391 17.702 0.007 -0.01 0.006
Si 27.199 8.081 17.747 -0.019 0.011 -0.015
Si 24.422 10.871 17.798 0 0.006 0.023
Si 27.196 -2.74 17.841 0.001 0.014 -0.007
Si 29.954 -0.04 17.775 0.008 -0.002 0
Si 32.725 2.646 17.769 0.023 0.007 -0.001
Si 29.976 5.364 17.702 -0.004 0.009 -0.01
Si 32.669 8.116 17.744 0.025 0.019 0.007
Si 29.919 10.858 17.753 -0.002 -0.013 -0.012
Si 32.658 -2.736 17.649 -0.005 0.023 -0.017
Si 35.451 0.008 17.651 0.005 0.007 -0.002
Si 38.175 2.687 17.552 -0.02 -0.034 0.005
Si 35.376 5.445 17.645 -0.007 0.027 0.006
Si 38.156 8.157 17.554 -0.003 -0.001 -0.023
Si 35.443 10.796 17.668 -0.001 -0.005 -0.024
Si 38.166 -2.694 17.692 -0.008 0.001 0.018
Si 40.901 -0.063 17.615 0.018 0.013 0.001
Si -21.627 2.653 17.473 0.014 -0.011 -0.011
Si -24.408 5.416 17.566 -0.015 -0.002 0.016
Si -21.73 8.135 17.48 -0.01 0.011 -0.011
Si -24.407 10.851 17.617 0.012 -0.002 0.024
Si -21.717 -2.727 17.521 0.001 0.015 -0.017
Si -18.971 -0.034 17.562 0.009 -0.001 0.024
Si -16.274 2.671 17.409 0.012 -0.014 -0.03
Si -18.987 5.395 17.534 -0.002 0.001 0.034
Si -16.271 8.113 17.438 -0.002 -0.002 -0.008
Si -19.011 10.886 17.514 -0.002 0.008 0.013
Si -16.254 -2.716 17.535 0.004 -0.008 -0.031
Si -13.554 -0.033 17.616 0.032 0.002 0.021
Si -10.897 2.751 17.407 0.007 0.014 -0.029
Si -13.562 5.437 17.485 -0.013 -0.024 0.003
Si -10.911 -8.112 17.547 -0.019 -0.016 0.001
Si -13.572 -5.418 17.629 -0.014 -0.009 0.009
Si -10.922 -2.7 17.605 0.002 0.001 -0.02
Si -8.193 0.025 17.53 -0.002 0.003 0.022
Si -5.447 2.784 17.448 0.008 0.001 0.009
Si -8.192 5.539 17.487 -0.011 -0.015 0.004
Si -5.48 8.154 17.582 0.006 -0.004 0.008
Si -8.234 -5.393 17.614 0 0.031 0.021
Si -5.502 -2.683 17.423 0.008 -0.006 -0.044
Si -2.694 0.019 17.502 -0.013 -0.013 0.004
Si -0.121 2.781 17.612 -0.024 -0.015 -0.014
Si -2.784 5.469 17.603 -0.006 -0.009 -0.001
Si -0.063 -8.056 17.593 -0.007 0 0.011
Si -2.805 -5.371 17.579 0.002 -0.012 -0.003
Si -0.045 -2.71 17.596 -0.011 0.007 -0.007
Si 1.208 1.434 18.971 -0.003 -0.024 -0.018
Si 4.019 4.111 19.052 0.013 0.016 -0.021
Si 1.318 6.911 18.913 0.01 0.032 -0.042
Si 4.009 -6.775 19.144 0.006 -0.008 -0.022
Si 1.248 -4.054 19.025 -0.009 -0.016 -0.009
Si 4.063 -1.286 19.003 0.001 0.007 -0.025
Si 6.731 1.341 19.135 -0.023 0.01 -0.004
Si 9.501 4.127 19.036 0.012 0.006 -0.028
Si 6.698 6.867 19.179 0.007 -0.016 -0.009
Si 9.557 -6.788 19.269 -0.012 0.024 -0.009
Si 6.687 -4.103 19.063 -0.018 0.004 -0.024
Si 9.449 -1.326 19.189 0.013 -0.008 0.008
Si 12.194 1.424 19.132 0.013 -0.012 -0.034
Si 14.922 4.132 19.174 0.019 -0.015 -0.014
Si 12.208 -9.44 19.276 0.031 0.005 -0.011
Si 14.864 9.473 19.009 -0.024 -0.035 -0.037
Si 12.116 -4.01 19.11 -0.003 -0.036 0.004
Si 14.979 -1.269 18.999 0.015 0.029 -0.028
Si 17.657 1.292 19.213 -0.018 0.014 -0.029
Si 20.359 3.917 19.034 -0.037 -0.002 -0.049
Si 17.656 6.802 19.039 0.001 -0.01 -0.042
Si 20.428 9.495 19.135 0.011 0.017 -0.006
Si 17.728 -4.092 19.008 0.027 0.034 -0.032
Si 20.283 -1.41 19.165 0.004 -0.018 -0.021
Si 23.168 1.221 19.07 -0.006 0.016 -0.03
Si 25.826 3.999 19.014 0.007 -0.001 -0.042
Si 23.055 6.742 19.015 0.022 0 -0.017
Si 25.749 9.412 19.055 -0.017 -0.019 -0.005
Si 23.148 -4.103 19.319 0.016 -0.016 -0.037
Si 25.858 -1.462 19.342 -0.033 -0.012 0.011
Si 28.58 1.311 19.151 0.019 -0.009 -0.03
Si 31.296 3.982 19.084 -0.01 0.002 -0.004
Si 28.636 6.724 19.058 0.007 0.02 -0.017
Si 31.274 9.482 19.092 0.003 -0.033 -0.013
Si 28.601 -4.084 19.15 0.019 0.012 0.005
Si 31.365 -1.395 19.103 -0.009 0.007 -0.018
Si 34.175 1.314 19.125 -0.026 0.008 -0.007
Si 36.827 4.077 18.863 0.006 0 -0.039
Si 34.033 6.753 19.113 0.028 -0.036 -0.021
Si 36.831 9.409 19.017 -0.011 -0.017 -0.003
Si 34.041 -4.117 18.913 -0.024 -0.009 -0.023
Si 36.865 -1.221 19.054 0.063 0.007 -0.027
Si 39.538 1.334 18.922 -0.012 0.002 -0.035
Si -22.968 4.002 18.792 0.006 -0.016 -0.021
Si 39.536 6.847 18.906 0.012 0.016 -0.02
Si -23.055 9.412 18.933 -0.014 -0.022 -0.014
Si 39.553 -4.085 19.004 -0.018 0.011 -0.016
Si 42.266 -1.439 18.996 -0.003 -0.009 -0.005
Si -20.329 1.324 18.924 -0.024 0.023 -0.016
Si -17.591 3.956 18.808 -0.01 -0.009 -0.029
Si -20.404 6.783 18.833 0.001 -0.001 -0.031
Si -17.646 9.441 18.758 -0.001 -0.021 -0.032
Si -20.36 -4.041 18.876 0.004 0.007 -0.01
Si -17.588 -1.39 18.923 0.001 -0.004 -0.015
Si -14.968 1.379 18.851 -0.023 0.011 -0.011
Si -12.184 4.075 18.821 0.022 -0.012 -0.018
Si -14.947 6.76 18.827 -0.018 0.019 -0.014
Si -12.246 -6.824 19.007 0.014 -0.014 0.001
Si -14.925 -4.008 18.974 0.016 0.03 -0.015
Si -12.212 -1.385 19.085 -0.021 -0.004 0.012
Si -9.592 1.436 18.796 -0.023 0.015 -0.025
Si -6.796 4.175 18.763 0.023 0.002 -0.044
Si -9.541 6.874 18.9 -0.003 0.009 -0.011
Si -6.846 9.528 18.905 0.008 -0.007 -0.025
Si -9.597 -4.017 19.025 0.001 -0.019 -0.013
Si -6.814 -1.389 18.824 0.001 -0.012 -0.014
Si -4.032 1.448 18.752 0.012 0.032 -0.042
Si -1.475 4.122 19.021 0.007 -0.041 -0.017
Si -4.159 6.77 18.991 -0.035 0.011 -0.018
Si -1.455 -6.71 18.95 0.015 0.012 -0.03
Si -4.213 -3.967 18.854 0.001 0 -0.021
Si -1.391 -1.348 18.928 -0.011 0.01 -0.019
Si -0.086 0.012 20.338 0.022 -0.009 0.064
Si 2.526 2.818 20.326 -0.01 0.036 0.014
Si -0.072 5.586 20.211 -0.01 -0.008 0.066
Si 2.593 8.187 20.445 -0.009 -0.018 0.05
Si -0.151 -5.359 20.416 -0.004 -0.009 0.044
Si 2.656 -2.664 20.262 0.013 -0.019 0.07
Si 5.351 0.012 20.535 0.007 -0.01 0.064
Si 8.174 2.73 20.359 -0.001 -0.019 0.045
Si 5.334 5.436 20.506 0.013 -0.009 0.025
Si 8.078 8.209 20.591 0.009 0.007 0.031
Si 5.356 -5.419 20.531 0.024 0 0.057
Si 8.018 -2.755 20.424 0.022 -0.003 0.066
Si 10.841 0.058 20.538 0.006 0.01 0.074
Si 13.511 2.833 20.529 -0.034 -0.007 0.051
Si 10.758 5.473 20.511 -0.025 -0.004 0.092
Si 13.601 -8.032 20.633 -0.005 0.01 0.085
Si 10.898 -5.334 20.661 -0.025 -0.015 0.049
Si 13.555 -2.574 20.264 -0.024 0.026 0.031
Si 16.247 -0.032 20.57 0.022 0.017 0.076
Si 19.085 2.593 20.543 0.011 -0.004 0.042
Si 16.324 5.502 20.47 0.013 0.009 0.082
Si 19.02 8.144 20.416 -0.02 0.003 0.054
Si 16.298 10.85 20.182 0.019 0.01 0.031
Si 18.904 -2.774 20.562 0.012 0.008 0.04
Si 21.779 -0.112 20.416 0.011 -0.043 0.03
Si 24.522 2.611 20.392 0.01 0.002 0.046
Si 21.7 5.347 20.282 -0.008 0.027 0.066
Si 24.328 8.057 20.449 0.004 0.056 -0.004
Si 21.735 10.801 20.612 -0.001 0 0.051
Si 24.536 -2.801 20.867 -0.007 -0.027 0.08
Si 27.273 -0.046 20.607 0.025 0.013 0.064
Si 29.947 2.686 20.522 -0.029 -0.006 0.036
Si 27.244 5.32 20.317 0.018 -0.019 0.036
Si 29.936 8.109 20.488 -0.012 0.006 0.033
Si 27.145 10.818 20.315 -0.03 -0.013 0.015
Si 30.022 -2.758 20.531 0.021 -0.004 0.071
Si 32.78 -0.043 20.479 -0.025 -0.014 0.034
Si 35.641 2.738 20.36 0.004 -0.04 0.068
Si 32.648 5.308 20.433 0.047 0.04 0.036
Si 35.496 8.062 20.47 -0.004 -0.045 0.023
Si 32.691 10.869 20.341 -0.006 -0.005 0.021
Si 35.433 -2.683 20.152 -0.024 0.014 0.067
Si 38.246 0.147 20.506 -0.046 0.012 0.064
Si 41.013 2.656 20.164 0.022 -0.027 0.034
Si 38.179 5.462 20.176 -0.025 0.025 0.057
Si 40.92 8.04 20.398 0.007 0.001 0.061
Si 38.242 10.786 20.313 0.021 -0.02 0.055
Si 40.897 -2.746 20.435 -0.002 -0.006 0.048
Si 43.652 -0.065 20.331 -0.002 0.002 0.046
Si -18.907 2.648 20.25 -0.002 -0.029 0.05
Si -21.711 5.365 20.185 -0.004 0.019 0.074
Si -18.999 8.117 20.137 0.004 0.006 0.051
Si -21.691 10.849 20.174 -0.001 -0.005 0.065
Si -18.975 -2.729 20.28 0.011 0.007 0.037
Si -16.261 0.025 20.276 0.002 -0.002 0.071
Si -13.561 2.722 20.147 0 -0.006 0.047
Si -16.228 5.298 20.132 0.038 -0.013 0.043
Si -13.665 8.063 20.294 0.007 0.011 0.03
Si -16.338 10.815 20.096 0.001 -0.008 0.041
Si -13.625 -2.719 20.55 -0.005 0.004 0.044
Si -10.795 0.114 20.314 -0.02 -0.022 0.04
Si -8.209 2.851 20.021 -0.009 0.03 0.045
Si -10.866 5.442 20.212 0.001 -0.003 0.038
Si -8.158 8.177 20.312 -0.011 -0.004 0.049
Si -10.892 -5.464 20.433 0.025 0.013 0.03
Si -8.163 -2.623 20.327 -0.028 -0.038 0.068
Si -5.386 0.048 19.975 0.04 -0.007 0.032
Si -2.842 2.704 20.358 0.016 0.008 0.08
Si -5.503 5.345 20.34 0.023 -0.005 0.076
Si -2.832 -8.103 20.265 0.02 0.007 0.053
Si -5.573 -5.318 20.2 -0.031 0.012 0.051
Si -2.855 -2.641 20.232 0.005 0.016 0.048
Si 1.573 -1.095 21.584 -0.194 -0.021 -0.749
Si 3.634 1.255 21.631 0.172 0.048 -0.639
Si 1.442 4.504 21.595 0.052 -0.19 -0.736
Si 3.739 6.61 21.795 0.117 0.16 -0.692
Si 0.924 -7.007 21.699 0.211 0.13 -0.771
Si 4.045 -3.847 21.706 -0.071 -0.257 -0.717
Si 6.396 -1.759 21.788 0.168 0.296 -0.737
Si 9.678 1.663 21.819 -0.085 -0.221 -0.693
Si 6.962 4.187 21.684 -0.205 -0.003 -0.702
Si 9.095 6.493 21.848 0.112 0.146 -0.759
Si 6.981 -6.478 21.918 -0.142 -0.092 -0.692
Si 9.184 -4.195 21.852 0.104 0.004 -0.647
Si 12.6 -0.978 21.7 -0.111 -0.013 -0.817
Si 14.728 1.318 21.813 0.242 0.09 -0.672
Si 11.871 3.922 21.866 0.207 0.128 -0.736
Si 15.273 -9.191 21.842 -0.236 -0.179 -0.771
Si 12.74 -6.184 21.95 -0.198 -0.233 -0.691
Si 14.961 -4.017 21.374 0.001 -0.012 -0.532
Si 17.14 -1.833 21.874 0.169 0.212 -0.681
Si 20.754 1.429 21.829 -0.336 -0.189 -0.565
Si 17.975 4.331 21.652 -0.104 -0.158 -0.809
Si 20.182 6.496 21.621 0.032 0.172 -0.74
Si 17.412 9.388 21.597 0.217 0.014 -0.709
Si 20.498 -3.925 21.855 -0.205 -0.296 -0.717
Si 22.723 -1.632 21.958 0.436 0.189 -0.645
Si 26.085 1.587 21.835 -0.102 -0.205 -0.713
Si 22.878 3.787 21.533 0.157 0.157 -0.691
Si 26.005 6.864 21.512 -0.257 -0.303 -0.576
Si 23.3 9.592 21.94 -0.282 -0.149 -0.712
Si 25.709 -4.634 21.959 0.078 0.395 -0.638
Si 28.975 -1.128 21.871 -0.26 -0.138 -0.722
Si 31.186 1.126 21.773 0.182 0.16 -0.745
Si 28.304 3.833 21.802 0.233 0.175 -0.727
Si 31.403 6.791 21.773 -0.244 -0.208 -0.728
Si 28.19 9.229 21.628 0.39 0.187 -0.629
Si 31.675 -3.901 21.783 -0.23 -0.14 -0.66
Si 33.95 -1.722 21.666 0.031 0.255 -0.703
Si 37.469 2.068 21.774 -0.099 -0.253 -0.761
Si 34.318 4.156 21.631 -0.179 -0.15 -0.722
Si 36.599 6.327 21.704 0.141 0.351 -0.712
Si 34.379 9.825 21.546 -0.307 -0.437 -0.621
Si 36.615 -4.245 21.349 0.333 0.184 -0.769
Si 39.792 -1.1 21.767 -0.093 -0.167 -0.676
Si 42.054 1.086 21.592 0.125 0.113 -0.79
Si 39.745 4.197 21.325 0.035 0.027 -0.418
Si 42.031 6.345 21.673 0.017 0.138 -0.608
Si 39.777 9.622 21.708 -0.294 -0.207 -0.672
Si 42.031 -4.467 21.599 0.125 0.28 -0.765
Si 45.289 -1.129 21.677 -0.128 -0.06 -0.676
Si -17.778 1.135 21.682 0.12 0.196 -0.729
Si -20.067 4.274 21.422 -0.12 -0.143 -0.783
Si -17.852 6.447 21.293 0.03 0.139 -0.772
Si -20.126 9.699 21.449 -0.074 -0.177 -0.73
Si -17.902 -4.452 21.437 0.065 0.117 -0.73
Si -14.739 -0.96 21.767 -0.13 -0.335 -0.655
Si -12.455 1.233 21.556 0.246 0.105 -0.694
Si -14.624 4.255 21.54 -0.21 -0.096 -0.733
Si -12.441 6.513 21.565 0.092 0.15 -0.647
Si -14.929 9.628 21.512 -0.158 -0.295 -0.633
Si -12.587 -4.499 21.772 0.328 0.383 -0.664
Si -8.966 -0.753 21.54 -0.142 -0.166 -0.722
Si -6.781 1.443 21.127 0.035 0.072 -0.526
Si -9.25 4.333 21.501 -0.129 -0.093 -0.756
Si -7.051 6.548 21.605 0.182 0.147 -0.707
Si -9.268 9.7 21.722 -0.205 -0.128 -0.694
Si -7.133 -4.278 21.648 0.16 0.12 -0.767
Si -3.947 -0.98 21.483 -0.017 -0.151 -0.719
Si -1.655 1.141 21.658 0.118 0.14 -0.696
Si -4.617 3.569 21.68 0.126 0.154 -0.741
Si -1.252 7.08 21.555 -0.12 -0.045 -0.675
Si -4.037 -6.49 21.456 -0.098 -0.214 -0.693
Si -1.856 -4.23 21.621 0.33 0.167 -0.663
Si 5.483 -0.242 -3.888 0.083 0.059 0.108
Si 5.519 2.149 23.655 -0.02 0.084 -0.148
Si 4.866 3.734 25.957 0.02 0.142 -0.063
Si 2.64 -5.602 23.888 -0.05 0.086 -0.149
Si -5.322 8.123 23.713 -0.002 -0.07 -0.137
Si 8.658 2.678 -6.468 0.031 -0.051 0.038
Si 12.727 -2.104 24.537 0.032 -0.006 0.06
Si 14.5 6.898 24.857 0.086 0.003 -0.134
Si 12.996 -6.618 24.968 -0.047 0.087 -0.137
Si 10.018 -6.762 -6.918 -0.011 0.079 0.006
Si 6.504 -0.614 24.458 -0.086 -0.125 -0.005
Si 13.819 5.011 -4.789 0.007 -0.044 0.041
Si 12.226 4.871 24.845 -0.01 0.107 -0.199
Si 16.683 2.552 23.861 -0.097 -0.033 -0.118
Si 9.675 6.741 24.847 0.023 -0.127 -0.09
Si 16.145 6.513 -6.022 0.028 0.042 -0.069
Si 17.36 -0.228 24.505 -0.061 -0.024 -0.055
Si 17.649 -4.305 25.931 -0.121 -0.028 0.05
Si 15.503 -3.613 -5.189 0.046 -0.062 -0.069
Si 20.743 4.369 26.036 0.021 -0.017 -0.009
Si 24.585 3.052 -6.735 -0.075 -0.014 -0.096
Si 26.475 -5.336 -4.426 -0.055 -0.08 0.144
Si 20.942 7.284 -6.271 0.022 -0.12 -0.081
Si 25.706 -0.536 -4.152 0.085 0.034 0.027
Si 22.333 1.874 25.978 -0.07 0.06 -0.039
Si 25.963 0.827 24.753 -0.033 -0.051 -0.001
Si 23.056 3.986 24.37 0.065 0.045 -0.007
Si 25.621 -6.874 25.572 0.009 -0.07 0.028
Si 22.625 -4.032 -4.282 0.021 0.081 0.047
Si 27.766 -5.401 24.127 -0.119 -0.09 -0.125
Si -29.8 0.727 -3.508 -0.044 0.041 -0.016
Si 31.55 5.082 -4.511 0.061 0.016 -0.035
Si 26.577 6.927 24.21 0.062 -0.023 0.015
Si -31.699 -6.507 -2.88 -0.05 -0.005 0.099
Si 30.581 -4.376 24.687 0.081 -0.068 -0.223
Si 32.342 -6.531 25.97 0.067 0.107 -0.067
Si -32.17 3.884 -6.788 0.097 -0.04 -0.052
Si -28.073 1.26 24.731 0.091 0.015 -0.025
Si -28.726 -1.917 -4.516 -0.057 0.041 -0.038
Si -25.987 1.615 -6.807 0.044 -0.04 -0.067
Si -26.209 -1.09 -5.885 -0.014 -0.01 0.06
Si -28.187 -4.413 24.241 0.014 -0.015 -0.059
Si -22.432 4.063 -4.704 -0.01 0.094 0.082
Si -22.798 4.736 25.76 -0.042 -0.19 -0.055
Si -17.458 -4.556 -2.815 -0.04 0.033 0.049
Si -26.807 -7.059 24.529 0.063 0.002 -0.207
Si -22.991 7.686 -7.081 -0.009 0.094 0.01
Si -23.24 -5.285 -6.143 -0.013 0.051 -0.091
Si -13.947 1.635 25.912 -0.019 0.006 -0.034
Si -17.164 4.055 -4.291 -0.028 -0.067 -0.008
Si -17.328 -7.097 -4.398 0.062 0.055 0.067
Si -23.774 -1.22 -4.291 -0.03 -0.082 -0.007
Si -25.95 -2.437 24.544 0.004 0.006 -0.187
Si -15.07 -4.158 -4.782 -0.036 -0.066 0.024
Si -11.802 -0.228 -6.861 -0.113 0.036 0.06
Si -16.365 -4.089 24.123 -0.026 -0.05 -0.005
Si -8.901 6.502 25.985 -0.025 0.05 -0.043
Si -21.79 -7.241 -4.763 -0.049 -0.001 0.03
Si -18.615 7.046 25.234 0.009 0.14 -0.045
Si -14.305 6.557 25.454 -0.019 -0.062 0.022
Si -10.73 2.625 23.731 -0.052 -0.04 -0.069
Si -2.032 -5.344 -6.577 0.013 0.094 0.025
Si -1.255 8.108 -6.792 0.124 0.023 -0.045
Si -0.488 5.875 -5.064 0.177 0 -0.054
Si -5.411 -2.685 23.703 0.019 0.059 -0.083
Si -6.51 -0.505 25.569 0.058 0.045 -0.115
Si 4.705 -1.807 -6.28 0.106 0.046 -0.052
Si -1.822 -0.952 25.573 -0.004 0.013 -0.002
Si -0.502 3.235 -6.568 0.033 -0.017 -0.097
Si 4.982 -7.772 23.979 -0.004 -0.014 -0.195
Si -2.631 -3.665 24.398 0.044 0.129 -0.18
Si 0.777 -1.641 24.463 0.045 -0.04 -0.019
Si -6.412 3.395 -4.247 0.096 0.023 -0.001
Si 0.033 2.813 23.775 -0.065 -0.119 -0.093
Si 1.044 -6.363 -3.246 0.037 -0.036 0.07
Si 8.193 -4.38 -7.076 -0.049 -0.093 -0.012
Si 1.414 7.921 -5.626 -0.009 0.048 -0.009
Si 5.464 -4.776 -6.015 0.111 -0.031 -0.04
Si 9.116 0.492 24.668 0.083 -0.001 -0.095
Si 6.213 6.608 -4.333 -0.022 0.023 0.001
Si 5.33 5.267 -1.864 0.089 0.004 0.037
Si 9.979 -2.492 24.454 0.003 0.003 -0.059
Si 7.688 -4.213 -4.183 -0.02 -0.032 -0.048
Si 12.987 2.662 -6.551 0.024 0.047 0.047
Si 8.468 -2.35 -1.978 0.091 -0.041 0.248
Si 17.496 3.787 -6.8 -0.005 -0.014 -0.19
Si 11.999 1.797 -3.917 -0.022 -0.021 0.109
Si 15.739 -0.646 -4.646 -0.035 0.016 0.024
Si 9.599 -6.444 -3.805 -0.048 0.135 -0.059
Si 14.915 1.399 -2.837 0.098 -0.129 0.043
Si 19.126 -5.732 23.861 0.052 0.057 -0.034
Si 25.148 2.336 -1.848 -0.021 0.013 0.1
Si 19.156 5.381 -2.299 -0.079 0.158 0.182
Si 24.281 -5.398 -2.216 0.047 0.117 0.13
Si 17.61 -6.087 -2.747 0.186 0.026 0.082
Si 21.32 -8.036 23.889 0.123 0.044 -0.027
Si 28.863 -3.504 -4.311 -0.021 0.031 0.038
Si 29.428 8.001 -2.009 0.113 -0.03 0.015
Si 29.27 5.918 23.864 0.011 -0.007 -0.129
Si 24.278 5.001 -4.673 0.003 0.108 0.087
Si 24.33 -4.491 -6.609 0.033 -0.003 -0.035
Si 27.844 -8.095 -4.452 -0.01 -0.056 0.076
Si 28.13 -1.156 24.793 0.019 0.031 -0.094
Si -27.794 6.375 24.747 -0.125 -0.033 -0.17
Si 27.859 5.339 -1.786 -0.011 0 0.032
Si -31.012 -1.879 -6.281 0.022 -0.011 -0.071
Si 32.068 -1.638 -4.383 -0.077 -0.073 0.095
Si -30.622 -4.725 -6.846 -0.008 -0.09 0.093
Si -23.062 -3.759 24.516 0.026 -0.077 -0.166
Si -21.68 2.841 23.723 0.007 -0.075 -0.199
Si -31.979 -8.005 23.668 -0.075 0.003 0.037
Si 28.158 -1.106 -2.678 -0.032 0.044 0.087
Si -26.582 6.811 -4.444 0.078 0.017 0.056
Si -30.384 -0.409 24.316 -0.024 0.019 -0.007
Si -27.911 3.023 -3.359 0.027 0.014 0.037
Si -15.942 2.533 23.898 -0.019 0.001 -0.23
Si -30.661 6.519 25.674 -0.025 0.047 0.055
Si -28.929 5.909 -2.708 -0.072 -0.099 0.068
Si -25.391 -2.621 -1.963 -0.119 -0.119 0.084
Si -20.712 -1.91 24.635 0.127 0.001 -0.195
Si -13.89 -2.22 -6.594 -0.104 -0.113 -0.156
Si -16.803 4.773 25.932 0.167 0.048 -0.108
Si -17.223 -5.237 -6.596 0.041 0.038 -0.086
Si -21.276 7.877 23.738 -0.044 -0.123 -0.161
Si -21.809 -3.312 -4.563 -0.029 -0.13 0.08
Si -15.976 1.286 -4.762 0.08 0.025 -0.071
Si -19.226 -2.84 -6.358 -0.002 0.036 -0.151
Si -0.744 -4.173 -2.886 -0.014 -0.075 0.037
Si -14.764 -7.645 -2.91 -0.09 0.024 0.104
Si -15.894 -1.303 24.764 0.043 -0.005 -0.146
Si -16.531 -0.093 -2.187 -0.064 -0.002 0.096
Si -9.968 -0.066 -4.512 0.049 -0.042 -0.005
Si -8.802 -2.485 -3.217 -0.129 0.064 0.192
Si -6.811 -8.09 -6.78 -0.041 -0.112 0.001
Si -6.488 -6.98 -4.021 0.043 0.027 0.063
Si 0.837 -4.188 -6.995 -0.048 -0.001 -0.097
Si -9.457 -0.203 24.38 0.034 0.044 -0.128
Si -3.695 -7.299 -2.866 -0.087 -0.016 0.023
Si -4.037 1.079 25.694 -0.17 0.047 0.067
Si 4.492 -7.768 -6.223 0.044 0.022 0.023
Si -3.384 -4.369 -4.023 -0.154 -0.017 -0.002
Si -0.711 0.422 -5.388 0.128 0.044 0.024
Si -10.672 7.839 23.901 0.07 0.021 -0.156
Si 3.177 3.063 -1.838 -0.077 -0.093 0.157
Si -2.075 1.515 -2.849 0.024 -0.039 -0.034
Si 7.304 2.054 -3.905 0.146 -0.035 0.112
Si 2.33 2.586 25.574 -0.066 -0.03 -0.137
Si -3.967 4.069 24.754 -0.038 -0.05 -0.126
Si 1.828 -3.694 -4.131 -0.1 -0.097 0.1
Si 2.144 -0.157 -6.621 -0.174 0.048 0.041
Si 14.514 0.012 25.904 0.103 -0.094 -0.039
Si 10.694 -0.214 -2.05 0.004 0.015 0.241
Si 8.104 7.912 -2.076 -0.13 0.016 0.208
Si 7.084 5.264 -6.988 0.006 -0.001 0.053
Si 3.59 -2.125 -2.238 -0.036 0.042 0.195
Si 4.51 2.543 -4.345 0.076 -0.109 0.06
Si 19.451 -1.666 26.009 0.04 -0.021 0.014
Si 17.452 1.72 -4.388 -0.135 0.004 0.076
Si 9.811 3.788 -3.972 -0.131 0.019 0.098
Si 11.414 6.248 -3.73 -0.12 0.106 -0.042
Si 12.127 -7.143 -2.948 -0.011 -0.098 0.109
Si 14.803 -4.065 25.3 -0.007 0.036 0.074
Si 20.449 -2.046 -4.321 0.141 -0.037 -0.056
Si 21.417 -0.339 24.269 0.076 0.069 -0.155
Si 13.455 5.266 -1.903 0.185 -0.047 0.121
Si 22.657 3.334 -3.015 -0.024 0.147 0.184
Si 14.753 -5.489 -2.954 -0.1 0.05 0.299
Si 18.741 -3.216 -2.17 0.012 -0.132 0.179
Si 25.385 -1.717 -7.051 -0.04 0.099 -0.005
Si 27.511 1.666 -3.463 -0.022 -0.073 0.055
Si 19.959 2.501 -2.757 -0.039 0.05 0.173
Si 18.461 7.742 -4.399 -0.003 -0.135 0.155
Si 23.838 7.794 -5.39 0.079 0.06 -0.087
Si 23.102 -1.382 -3.169 -0.086 -0.042 0.123
Si 31.363 -4.277 -2.896 0.09 0.045 0.158
Si 30.016 -2.199 -6.667 0.021 -0.079 0.094
Si -32.119 2.233 23.867 -0.019 0.012 -0.132
Si 27.908 6.019 -6.725 0.029 0.102 -0.078
Si 25.221 7.183 -2.982 -0.082 -0.027 0.066
Si -32.44 7.885 -5.182 0.049 -0.057 -0.046
Si -20.679 0.93 25.908 -0.082 -0.074 -0.05
Si -32.473 0.029 -2.085 0.048 -0.059 0.107
Si -31.784 5.136 -2.159 0.058 0.149 0.084
Si -29.281 -4.928 -4.143 0.022 -0.056 -0.102
Si 28.495 4.305 -4.43 0.094 -0.049 0.079
Si -23.36 1.453 -5.434 -0.041 -0.041 -0.109
Si -25.166 2.88 -2.031 -0.033 -0.233 -0.009
Si -16.023 5.949 -2.231 -0.007 -0.003 0.21
Si -26.144 4.707 -6.767 -0.06 0.032 -0.109
Si -25.451 -7.293 -6.278 -0.005 -0.039 0.02
Si -27.149 -5.102 -2.192 -0.011 0.004 0.187
Si -19.916 4.564 -3.254 0.128 0.086 0.145
Si -29.539 2.517 -5.83 -0.031 -0.082 0.025
Si -19.381 7.309 -4.813 -0.023 -0.137 -0.073
Si -24.08 5.736 -2.878 -0.048 0.063 0.008
Si -21.855 -5.519 -2.381 -0.011 0.007 0.064
Si -18.128 -0.045 -6.504 0.094 -0.216 -0.155
Si -12.694 -6.17 -4.339 -0.122 0.002 0.015
Si -10.777 -4.854 -2.42 -0.007 0.083 0.144
Si -10.943 0.972 -2.066 0.069 0.039 -0.04
Si -12.427 4.22 25.86 0.045 -0.003 -0.121
Si -10.731 4.851 -5.082 0.157 0 -0.019
Si -16.302 7.92 23.638 -0.001 0.138 0.029
Si -18.836 -2.125 -2.019 0.014 -0.018 -0.003
Si -6.546 5.309 -6.749 0 0.015 0.025
Si -10.549 5.841 -2.144 0.064 -0.068 0.118
Si -9.138 2.587 -3.763 -0.045 -0.03 -0.001
Si -13.352 -4.521 24.544 0.111 0.015 -0.001
Si -6.272 -3.937 -3.129 0.108 -0.095 0.116
Si -12.718 -7.238 25.953 -0.095 -0.037 -0.062
Si -5.734 0.504 -5.106 0.088 -0.001 0.074
Si -2.573 6.58 24.258 -0.037 0.018 -0.032
Si -8.129 7.765 -2.097 0.045 -0.071 0.051
Si -3.614 3.927 -2.807 0.011 0.014 0.067
Si -2.104 6.571 -2.809 0.034 -0.06 0.132
Si -4.925 0.188 -2.193 -0.061 0.038 0.165
Si 1.409 -1.364 5.422 0.004 0 0.009
Si 4.133 1.38 5.489 -0.009 0.003 0.002
Si 1.435 4.121 5.44 0.002 0.006 0.004
Si 4.104 6.843 5.463 -0.01 0.008 -0.003
Si 1.41 9.553 5.409 -0.006 0.006 0.004
Si 4.112 -4.057 5.495 0.007 0.006 0.01
Si 6.852 -1.341 5.519 0.001 -0.003 -0.001
Si 9.573 1.332 5.549 -0.002 -0.017 0
Si 6.821 4.11 5.531 -0.001 0.021 -0.006
Si 9.512 6.797 5.581 0.012 0.006 0.013
Si 6.797 -6.78 5.511 -0.006 0.003 0.002
Si 9.545 12.238 5.541 0.009 0.001 0.007
Si 12.26 -1.395 5.543 -0.01 -0.025 0
Si 14.986 1.283 5.514 0.003 -0.022 -0.003
Si 12.279 4.051 5.53 0.008 0.017 -0.007
Si 14.951 6.766 5.524 0.018 -0.014 -0.003
Si 12.238 9.546 5.57 0.009 0.003 0.009
Si 14.963 12.199 5.538 0.009 0.003 0.003
Si 17.685 -1.403 5.502 -0.001 0.006 0.007
Si 20.384 1.304 5.523 0.007 -0.003 0.014
Si 17.698 4.022 5.496 0 -0.002 -0.008
Si 20.369 6.746 5.501 0.003 -0.002 -0.005
Si 17.665 9.489 5.506 0.003 0.008 -0.003
Si 20.352 12.181 5.483 -0.01 0.015 -0.01
Si 23.062 -1.393 5.525 -0.005 0.029 0.013
Si 25.802 1.309 5.46 0.018 0.001 0.005
Si 23.117 4.042 5.468 -0.008 -0.036 0.005
Si 25.823 6.701 5.439 0.028 0.004 -0.003
Si 23.091 9.469 5.496 0.021 0.007 -0.001
Si 25.796 12.132 5.527 0.007 -0.012 0.004
Si 28.477 -1.415 5.507 -0.001 0.007 0.009
Si 31.184 1.334 5.529 -0.007 0.016 0.009
Si 28.517 4.034 5.417 -0.009 -0.02 -0.009
Si 31.211 6.754 5.468 0.001 0.01 -0.001
Si 28.509 9.427 5.485 0.004 0.003 0.005
Si 31.204 12.152 5.505 -0.002 -0.013 0.008
Si 33.927 -1.44 5.569 0.009 0.005 0.026
Si 36.7 1.316 5.534 0.014 -0.004 0.017
Si 33.905 4.051 5.579 0.001 -0.027 0.019
Si -28.603 6.827 5.493 -0.006 -0.02 0.009
Si 33.928 9.442 5.456 0.007 0.006 0.008
Si -28.613 12.157 5.505 0.006 -0.005 0.009
Si -25.855 -1.415 5.443 0.001 -0.012 0.001
Si -23.103 1.358 5.331 0.001 -0.001 -0.011
Si -25.83 4.08 5.393 -0.012 -0.023 0.013
Si -23.144 6.802 5.319 -0.001 -0.023 0.011
Si -25.863 9.531 5.377 -0.011 -0.013 -0.008
Si -23.157 12.254 5.297 -0.019 -0.008 -0.001
Si -20.465 -1.309 5.22 -0.015 0.025 -0.009
Si -17.746 1.417 5.253 -0.015 0.01 0.006
Si -20.432 4.113 5.289 0.004 0.007 0.008
Si -17.731 6.867 5.288 -0.002 0.009 0.007
Si -20.423 9.566 5.243 -0.007 -0.002 -0.002
Si -17.704 -4.019 5.241 -0.014 0 -0.002
Si -14.964 -1.317 5.211 0.008 0.009 -0.006
Si -12.21 1.402 5.254 -0.008 0.006 0.004
Si -14.946 4.134 5.276 -0.001 0.002 0.01
Si -12.209 6.87 5.247 -0.025 -0.003 0.001
Si -14.932 -6.753 5.307 0.001 -0.006 0.01
Si -12.177 -4.005 5.267 -0.014 -0.001 0.008
Si -9.468 -1.3 5.287 -0.004 -0.001 0
Si -6.736 1.376 5.283 -0.002 0.018 -0.002
Si -9.471 4.111 5.286 -0.009 -0.008 0.002
Si -6.748 6.853 5.337 0.013 0.006 0.001
Si -9.487 -6.724 5.257 -0.027 0.001 0.001
Si -6.761 -4.043 5.279 0.009 -0.001 -0.002
Si -3.999 -1.34 5.34 0.014 0.013 0.001
Si -1.298 1.362 5.434 0.002 -0.002 0.008
Si -4.018 4.09 5.38 0.001 0 0.016
Si -1.289 6.822 5.369 -0.005 -0.001 0.003
Si -4.003 -6.775 5.35 -0.004 -0.008 0.009
Si -1.255 -4.059 5.354 0.001 -0.009 0.003
Si 2.752 0.008 6.802 0.001 -0.002 -0.003
Si 5.473 2.733 6.869 0.004 -0.005 -0.005
Si 2.759 5.479 6.824 -0.001 -0.003 -0.007
Si 5.451 -8.145 6.859 -0.002 -0.007 0
Si 2.751 -5.433 6.817 0.004 -0.011 -0.001
Si 5.471 -2.698 6.853 -0.006 0.006 -0.004
Si 8.201 -0.005 6.901 0.003 0.001 -0.002
Si 10.913 2.709 6.897 -0.004 -0.002 -0.002
Si 8.156 5.446 6.921 -0.006 0.002 0.008
Si 10.889 8.161 6.909 -0.005 -0.001 -0.003
Si 8.165 10.887 6.878 0.002 0 -0.004
Si 10.899 -2.734 6.911 0.006 0.002 -0.001
Si 13.621 -0.039 6.898 -0.002 0.002 0.002
Si 16.33 2.673 6.865 0.01 -0.004 -0.002
Si 13.608 5.419 6.901 -0.007 -0.001 0.003
Si 16.322 8.122 6.877 -0.002 -0.01 -0.005
Si 13.605 10.879 6.927 -0.015 0.005 0.001
Si 16.326 -2.751 6.881 -0.005 -0.003 -0.005
Si 19.026 -0.048 6.884 -0.004 0.004 -0.006
Si 21.76 2.68 6.849 0 0.007 -0.002
Si 19.034 5.385 6.875 0 -0.005 0.007
Si 21.733 8.107 6.859 -0.012 0.014 -0.001
Si 19.01 10.846 6.879 -0.01 -0.003 0.001
Si 21.71 -2.776 6.863 0.008 -0.008 -0.008
Si 24.445 -0.031 6.856 -0.006 -0.003 -0.002
Si 27.171 2.672 6.815 -0.001 -0.003 -0.008
Si 24.475 5.374 6.848 0.006 -0.002 -0.007
Si 27.145 8.076 6.837 -0.008 0.005 -0.004
Si 24.439 10.798 6.892 0.006 -0.008 0.009
Si 27.149 -2.795 6.868 0 -0.007 -0.007
Si 29.837 -0.049 6.87 -0.016 0.02 -0.002
Si 32.552 2.674 6.902 -0.005 0.021 0
Si 29.857 5.382 6.823 0 0.019 -0.012
Si 32.581 8.1 6.838 0.001 0.002 -0.006
Si 29.862 10.79 6.861 0.001 0.002 -0.005
Si 32.555 -2.803 6.885 -0.002 0.015 -0.011
Si 35.327 -0.059 6.867 -0.002 0.001 -0.011
Si -27.191 2.725 6.789 0.009 0.001 0.004
Si -29.95 5.427 6.846 0.009 -0.003 -0.009
Si -27.216 8.19 6.792 -0.007 0.009 -0.01
Si -29.988 10.802 6.834 0.005 -0.003 -0.014
Si -27.223 -2.772 6.804 -0.001 0.008 -0.006
Si -24.476 0.003 6.718 -0.006 0.005 -0.006
Si -21.756 2.733 6.678 0.008 0.001 -0.003
Si -24.478 5.452 6.73 0.004 0.004 -0.011
Si -21.761 8.186 6.638 0.002 -0.002 -0.009
Si -24.493 10.898 6.708 0.004 0.006 -0.008
Si -21.778 -2.691 6.629 0.003 0.002 -0.01
Si -19.084 0.029 6.609 -0.002 0.005 -0.005
Si -16.333 2.756 6.605 0.007 -0.004 -0.007
Si -19.057 5.47 6.645 0.001 -0.012 -0.004
Si -16.324 -8.118 6.635 0.007 0.004 -0.003
Si -19.049 -5.403 6.609 0.016 0.003 -0.003
Si -16.316 -2.677 6.594 0.001 -0.014 -0.006
Si -13.596 0.036 6.591 0.016 -0.003 -0.003
Si -10.86 2.764 6.629 0.004 -0.003 0.001
Si -13.576 5.501 6.618 0.004 -0.002 -0.003
Si -10.856 -8.094 6.616 -0.005 0.012 -0.004
Si -13.562 -5.371 6.623 -0.002 -0.005 0.001
Si -10.833 -2.663 6.642 0.018 -0.011 0.002
Si -8.105 0.04 6.655 -0.001 -0.01 -0.002
Si -5.412 2.735 6.694 0.003 0.002 -0.007
Si -8.12 5.47 6.661 0.001 -0.001 -0.003
Si -5.38 -8.126 6.699 0 -0.003 0.002
Si -8.124 -5.394 6.644 0.003 0.007 0.001
Si -5.398 -2.695 6.663 -0.001 -0.005 -0.005
Si -2.679 0.005 6.754 0.005 -0.003 0.002
Si 0.057 2.748 6.771 -0.012 0.001 -0.001
Si -2.658 5.463 6.724 -0.004 -0.008 -0.001
Si 0.041 8.19 6.754 0.003 -0.001 -0.007
Si -2.656 -5.401 6.704 0.001 0.003 -0.004
Si 0.051 -2.714 6.777 -0.002 -0.005 -0.01
Si 1.393 1.381 8.144 -0.007 -0.002 -0.009
Si 4.104 4.109 8.195 0.005 0.008 -0.006
Si 1.385 6.843 8.15 0.004 -0.004 0.004
Si 4.093 -6.781 8.201 -0.007 0.003 -0.002
Si 1.393 -4.062 8.158 0 0.008 0
Si 4.107 -1.331 8.188 0.009 0.005 -0.003
Si 6.833 1.375 8.23 0.008 0.002 -0.006
Si 9.535 4.073 8.246 0.002 0.012 -0.009
Si 6.798 6.823 8.242 0.002 -0.001 0
Si 9.523 9.53 8.248 0.007 -0.004 -0.007
Si 6.812 -4.064 8.226 -0.008 -0.001 0.001
Si 9.54 -1.368 8.264 -0.006 -0.008 -0.003
Si 12.262 1.341 8.252 0.004 0 -0.008
Si 14.975 4.046 8.236 0.003 0.01 -0.011
Si 12.245 6.786 8.255 -0.008 -0.005 -0.003
Si 14.964 9.489 8.25 -0.004 0.011 -0.017
Si 12.252 -4.08 8.282 0.014 0.012 0.006
Si 14.972 -1.395 8.258 0.006 -0.009 -0.002
Si 17.677 1.322 8.244 -0.003 -0.012 -0.001
Si 20.403 4.032 8.228 0.008 -0.006 -0.008
Si 17.679 6.759 8.236 -0.012 -0.003 -0.007
Si 20.377 9.473 8.227 0.007 -0.006 -0.006
Si 17.67 -4.113 8.253 0.004 0.013 0
Si 20.379 -1.41 8.245 -0.004 -0.003 -0.003
Si 23.104 1.324 8.231 0.007 0.013 0.002
Si 25.822 4.015 8.214 -0.003 0.005 0.001
Si 23.109 6.744 8.211 0.014 0.006 -0.008
Si 25.81 9.438 8.23 0.007 0.003 0.001
Si 23.079 -4.134 8.225 0 -0.003 -0.007
Si 25.795 -1.414 8.214 0.003 0.001 -0.006
Si 28.497 1.319 8.222 0.003 -0.002 0.006
Si 31.202 4.045 8.23 -0.006 -0.033 0.006
Si 28.516 6.738 8.208 -0.004 -0.006 -0.008
Si 31.24 9.458 8.219 0.005 0.002 0.002
Si 28.523 -4.147 8.222 0 -0.006 -0.006
Si 31.215 -1.411 8.223 0.008 -0.005 -0.004
Si 33.962 1.313 8.21 0.011 0.006 -0.009
Si -28.564 4.062 8.162 0.014 0.003 0.009
Si 33.957 6.765 8.203 -0.008 -0.002 -0.011
Si -28.59 9.492 8.183 0.001 0.005 0.004
Si 33.951 -4.148 8.209 -0.004 -0.007 0
Si -28.574 -1.417 8.183 -0.002 0.011 0.003
Si -25.832 1.342 8.109 -0.009 0.012 0.01
Si -23.117 4.076 8.061 -0.01 -0.013 0.004
Si -25.845 6.797 8.103 -0.002 -0.015 -0.004
Si -23.117 9.522 8.035 -0.006 -0.003 -0.004
Si -25.841 -4.111 8.13 -0.012 -0.007 0.006
Si -23.113 -1.364 8.052 -0.001 -0.005 -0.002
Si -20.397 1.372 8.024 0.003 0.018 0.007
Si -17.675 4.109 7.988 -0.004 0.007 0.005
Si -20.409 6.826 8.012 0.002 -0.007 -0.003
Si -17.682 -6.755 7.985 0.004 -0.006 -0.003
Si -20.406 -4.056 7.985 0 0 0
Si -17.689 -1.33 7.956 0.004 0.003 -0.007
Si -14.96 1.391 7.958 -0.009 0.002 -0.004
Si -12.224 4.126 7.98 -0.003 -0.006 0
Si -14.954 6.837 7.983 -0.01 -0.005 0.004
Si -12.221 -6.75 7.985 -0.003 -0.006 0.002
Si -14.955 -4.034 7.968 0.006 0.009 0.001
Si -12.232 -1.315 7.972 -0.011 -0.013 -0.004
Si -9.495 1.401 7.991 0.008 0.018 -0.005
Si -6.774 4.109 8.034 0.007 -0.004 0
Si -9.504 6.847 7.984 0.001 -0.003 -0.007
Si -6.768 -6.755 8.018 0.012 0 -0.007
Si -9.488 -4.036 8.003 -0.01 0.003 0
Si -6.763 -1.331 8.021 -0.008 0.006 -0.004
Si -4.055 1.384 8.073 -0.005 -0.004 -0.003
Si -1.315 4.112 8.107 0.01 0.015 -0.004
Si -4.037 6.827 8.062 -0.01 -0.002 -0.004
Si -1.327 -6.765 8.094 -0.002 -0.006 -0.002
Si -4.044 -4.046 8.043 -0.002 0.004 -0.002
Si -1.326 -1.351 8.116 -0.012 -0.003 0.004
Si 0.021 0.021 9.48 0.003 0.003 0.002
Si 2.739 2.739 9.526 -0.002 -0.002 -0.003
Si 0.024 5.472 9.486 -0.008 -0.004 0.001
Si 2.73 -8.138 9.543 0.004 0 0.002
Si 0.017 -5.421 9.49 0.002 -0.002 0.001
Si 2.743 -2.7 9.525 0 -0.009 -0.001
Si 5.459 0.017 9.566 -0.004 0.005 -0.001
Si 8.175 2.727 9.608 -0.002 -0.008 0.005
Si 5.444 5.456 9.584 0.001 0.003 0.008
Si 8.161 8.173 9.6 -0.009 -0.003 0.003
Si 5.447 -5.424 9.569 -0.005 -0.011 0.001
Si 8.165 -2.717 9.605 0.009 0.003 0.001
Si 10.892 0 9.619 -0.002 -0.003 0.002
Si 13.608 2.707 9.611 0.003 -0.002 0.002
Si 10.88 5.437 9.609 -0.005 0.005 0.006
Si 13.597 8.148 9.614 0.008 -0.011 -0.002
Si 10.877 -5.439 9.619 -0.001 0.005 0
Si 13.609 -2.726 9.638 0.001 0.006 0.006
Si 16.321 -0.028 9.616 -0.013 0.003 0.001
Si 19.043 2.681 9.597 -0.001 0.007 0.001
Si 16.317 5.413 9.603 0.007 -0.006 0.007
Si 19.029 8.12 9.604 -0.003 0 -0.004
Si 16.311 -5.467 9.618 -0.004 0 -0.001
Si 19.026 -2.759 9.618 -0.007 0.005 0.006
Si 21.748 -0.043 9.591 0.008 -0.001 -0.002
Si 24.467 2.671 9.599 0.003 -0.005 0.004
Si 21.756 5.392 9.593 -0.003 -0.013 -0.003
Si 24.456 8.091 9.599 0.005 0.007 0.002
Si 21.734 -5.493 9.596 -0.007 0.004 -0.002
Si 24.446 -2.774 9.58 -0.003 0.011 -0.005
Si 27.155 -0.057 9.583 -0.001 0.011 0
Si 29.866 2.669 9.587 -0.008 0.021 0.006
Si 27.17 5.381 9.585 0.009 -0.004 0.002
Si 29.88 8.098 9.574 0.007 0.001 0.001
Si 27.17 -5.508 9.582 -0.002 -0.002 0.005
Si 29.876 -2.78 9.589 -0.009 0.006 -0.001
Si 32.605 -0.054 9.565 0.002 0.007 -0.007
Si -29.929 2.69 9.522 -0.005 -0.001 0.003
Si 32.599 5.4 9.559 0.001 0.005 -0.008
Si -29.948 8.13 9.542 0.008 -0.006 -0.008
Si 32.599 -5.497 9.579 0.004 -0.003 0.001
Si -29.949 -2.77 9.538 0.01 -0.003 -0.002
Si -27.195 -0.02 9.482 0.007 -0.001 0
Si -24.468 2.715 9.443 -0.001 -0.006 0.001
Si -27.195 5.437 9.489 -0.007 0.005 0.008
Si -24.468 8.165 9.429 -0.012 -0.001 -0.003
Si -27.211 -5.456 9.5 -0.006 0.008 0.003
Si -24.465 -2.722 9.436 -0.004 0.006 -0.004
Si -21.745 0.001 9.393 0.004 0.008 -0.004
Si -19.022 2.736 9.357 0.012 -0.016 0.001
Si -21.75 5.452 9.39 0.005 0 -0.004
Si -19.028 -8.134 9.353 0.005 -0.002 -0.004
Si -21.745 -5.427 9.373 -0.001 0.005 -0.004
Si -19.026 -2.705 9.339 0.004 -0.006 -0.001
Si -16.314 0.019 9.32 -0.001 0 0.002
Si -13.59 2.749 9.323 0 0.013 0.005
Si -16.306 5.465 9.343 0.014 -0.009 -0.001
Si -13.588 -8.12 9.338 -0.009 0.007 0.001
Si -16.306 -5.406 9.336 -0.003 -0.003 -0.001
Si -13.59 -2.684 9.329 -0.003 -0.001 0.003
Si -10.867 0.037 9.339 -0.001 -0.001 -0.006
Si -8.15 2.752 9.375 0 0.005 0.001
Si -10.866 5.483 9.346 -0.009 -0.003 0.001
Si -8.143 -8.122 9.357 0.008 -0.001 0.002
Si -10.86 -5.399 9.348 0.002 -0.004 0.002
Si -8.138 -2.682 9.372 0.017 -0.011 0.002
Si -5.424 0.021 9.411 -0.003 -0.001 0.001
Si -2.696 2.748 9.434 -0.004 0.007 -0.002
Si -5.416 5.469 9.396 0.006 -0.007 0.007
Si -2.697 -8.126 9.435 -0.004 -0.006 0
Si -5.419 -5.4 9.392 0.002 0.003 0.006
Si -2.708 -2.704 9.447 -0.006 -0.002 0.001
Si 1.376 -1.327 10.856 0 0.004 -0.005
Si 4.096 1.388 10.902 0.012 -0.004 -0.004
Si 1.374 4.113 10.859 0.004 0.004 -0.001
Si 4.081 -9.493 10.92 -0.009 -0.006 0.001
Si 1.367 -6.767 10.877 0.001 -0.006 0.004
Si 4.085 -4.053 10.907 0.001 0.01 0.001
Si 6.803 -1.344 10.945 -0.004 0.001 -0.001
Si 9.526 1.367 10.973 0.004 -0.002 0.003
Si 6.807 4.099 10.948 0.004 0.009 -0.001
Si 9.516 6.807 10.958 0 -0.006 -0.002
Si 6.796 9.537 10.942 0.005 0.012 -0.002
Si 9.515 -4.076 10.971 -0.005 -0.002 0.001
Si 12.242 -1.358 10.985 0.014 0.002 0.001
Si 14.956 1.339 10.969 0.011 -0.006 -0.003
Si 12.236 4.073 10.964 -0.001 0.006 -0.006
Si 14.952 6.782 10.963 -0.01 0.003 -0.006
Si 12.235 9.517 10.974 -0.001 0.002 -0.004
Si 14.96 -4.099 10.99 -0.004 -0.003 0.001
Si 17.674 -1.391 10.98 0.002 -0.003 -0.002
Si 20.396 1.318 10.962 -0.007 -0.005 -0.005
Si 17.681 4.05 10.952 -0.003 0.001 -0.007
Si 20.394 6.755 10.958 0.002 0.01 -0.004
Si 17.669 9.484 10.97 -0.001 0.001 -0.007
Si 20.387 -4.128 10.967 0.006 -0.002 -0.004
Si 23.107 -1.407 10.95 -0.001 -0.002 -0.004
Si 25.818 1.302 10.963 -0.003 -0.009 0.004
Si 23.108 4.03 10.967 0.006 0.011 0
Si 25.822 6.739 10.964 0.001 -0.007 -0.002
Si 23.103 9.468 10.953 0.003 -0.003 -0.006
Si 25.816 -4.135 10.935 0.006 -0.006 -0.01
Si 28.524 -1.412 10.947 -0.002 0 0.004
Si 31.252 1.311 10.924 -0.001 0.006 0.001
Si 28.527 4.031 10.957 -0.007 -0.013 0.006
Si 31.253 6.754 10.934 0.002 -0.007 0
Si 28.536 9.464 10.949 0.004 0.005 -0.003
Si 31.252 -4.13 10.947 0.016 0.008 0
Si 33.98 -1.41 10.913 0 0.002 0.007
Si -28.557 1.324 10.86 0.004 -0.004 0.003
Si -31.294 4.04 10.888 0.002 -0.002 0
Si -28.562 6.776 10.866 -0.014 -0.006 0.005
Si -31.299 9.479 10.923 0.007 0.003 0.003
Si -28.567 -4.112 10.878 0.006 -0.002 0.006
Si -25.822 -1.377 10.818 -0.007 0 0.005
Si -23.1 1.343 10.774 -0.006 0.001 0.003
Si -25.827 4.062 10.82 -0.001 -0.001 0.003
Si -23.106 6.793 10.771 -0.008 -0.011 -0.004
Si -25.831 9.498 10.818 -0.009 0 0.002
Si -23.096 -4.091 10.767 -0.004 -0.005 0.002
Si -20.373 -1.364 10.731 0 0.009 0.004
Si -17.662 1.364 10.7 0 0.019 0.002
Si -20.377 4.087 10.729 0 0.003 -0.002
Si -17.662 -9.498 10.708 -0.005 -0.002 0.003
Si -20.38 -6.787 10.732 0.007 -0.005 -0.001
Si -17.665 -4.064 10.706 0.01 -0.006 0.001
Si -14.953 -1.338 10.691 0 0 0.001
Si -12.233 1.389 10.697 -0.006 0.002 -0.001
Si -14.941 4.102 10.695 -0.015 -0.001 0.007
Si -12.231 -9.483 10.704 -0.002 -0.004 0.006
Si -14.948 -6.767 10.701 -0.004 0.001 0.003
Si -12.236 -4.048 10.696 -0.009 -0.002 0.001
Si -9.517 -1.324 10.713 0 -0.002 -0.003
Si -6.802 1.387 10.744 0 0.008 0
Si -9.516 4.12 10.718 0.012 0.001 0.004
Si -6.794 -9.484 10.729 0.012 -0.008 -0.005
Si -9.509 -6.761 10.712 -0.004 0.003 -0.006
Si -6.79 -4.041 10.741 -0.004 0.006 -0.002
Si -4.076 -1.336 10.787 0.006 0.005 0.008
Si -1.348 1.394 10.812 -0.007 -0.002 -0.001
Si -4.065 4.117 10.77 -0.006 0.005 -0.001
Si -1.347 6.842 10.815 0.004 -0.001 0.002
Si -4.073 -6.76 10.768 -0.002 -0.003 -0.001
Si -1.359 -4.057 10.823 -0.009 0 0.002
Si 2.732 0.021 12.237 0.001 0.008 -0.002
Si 5.434 2.743 12.29 -0.006 -0.009 0.003
Si 2.71 5.466 12.253 0.001 -0.007 0.003
Si 5.439 -8.143 12.295 0.002 -0.001 0.003
Si 2.723 -5.415 12.253 0.001 0.007 0.005
Si 5.433 -2.704 12.287 -0.006 -0.007 -0.002
Si 8.15 0.014 12.319 0 -0.008 0.003
Si 10.874 2.733 12.34 0.005 0.002 0.004
Si 8.159 5.455 12.32 -0.004 0.002 0.001
Si 10.859 8.17 12.326 0.001 -0.008 0.003
Si 8.14 10.892 12.317 -0.004 -0.01 -0.001
Si 10.872 -2.717 12.331 -0.005 0.006 -0.004
Si 13.587 0.008 12.348 -0.006 0.005 0.006
Si 16.319 2.701 12.314 -0.003 0.005 -0.002
Si 13.578 5.443 12.324 0.005 -0.003 0.001
Si 16.301 8.136 12.336 -0.006 -0.009 0
Si 13.585 10.875 12.347 0.003 0.004 0.002
Si 16.311 -2.733 12.354 0.009 0.01 -0.001
Si 19.042 -0.035 12.332 0.001 0.003 0.008
Si 21.751 2.667 12.337 0.001 -0.005 -0.002
Si 19.028 5.403 12.325 -0.005 -0.011 0
Si 21.75 8.113 12.322 0 0.006 0.002
Si 19.021 10.846 12.332 -0.006 -0.006 0.001
Si 21.759 -2.768 12.314 0.003 0.01 -0.003
Si 24.464 -0.06 12.327 0 0.004 0.003
Si 27.189 2.656 12.321 0.005 0.017 -0.004
Si 24.469 5.381 12.335 0.007 0 0.007
Si 27.186 8.108 12.323 0.005 0.009 -0.001
Si 24.472 10.827 12.306 -0.003 0.012 -0.004
Si 27.167 -2.777 12.308 -0.011 -0.008 -0.003
Si 29.908 -0.056 12.295 0.002 0.006 0.002
Si 32.631 2.68 12.258 0.013 -0.003 -0.004
Si 29.904 5.391 12.302 -0.001 0.001 -0.002
Si 32.622 8.116 12.283 0.003 -0.003 -0.001
Si 29.896 10.829 12.313 -0.002 0 -0.003
Si 32.628 -2.765 12.295 -0.003 -0.012 0.002
Si 35.366 -0.036 12.238 0 0.003 0.004
Si -27.181 2.694 12.192 -0.011 0.004 0.001
Si -29.919 5.408 12.224 0.007 0.005 -0.007
Si -27.193 8.152 12.198 0.005 0.002 0.003
Si -29.922 10.853 12.253 0.003 0.004 -0.005
Si -27.185 -2.732 12.188 -0.004 0.006 -0.008
Si -24.446 -0.018 12.156 -0.005 0.005 0.001
Si -21.725 2.715 12.094 0.005 -0.002 -0.007
Si -24.455 5.431 12.153 -0.006 0 0.006
Si -21.731 8.162 12.099 -0.006 0.005 -0.002
Si -24.458 10.873 12.141 -0.005 -0.003 -0.008
Si -21.723 -2.728 12.105 0.005 -0.003 -0.005
Si -19.003 -0.005 12.077 0.012 0.004 -0.001
Si -16.291 2.721 12.042 0.004 -0.007 -0.007
Si -19.009 5.449 12.075 0.006 -0.006 -0.002
Si -16.297 -8.138 12.065 0.003 0.001 -0.003
Si -19.007 -5.432 12.087 0.002 0.008 -0.005
Si -16.295 -2.712 12.061 -0.006 -0.005 -0.002
Si -13.586 0.011 12.055 -0.012 -0.001 0
Si -10.875 2.745 12.065 -0.008 0.007 -0.003
Si -13.586 5.465 12.064 0 -0.01 0.002
Si -10.874 -8.118 12.065 0.01 0.005 -0.001
Si -13.587 -5.411 12.065 0.001 0 -0.002
Si -10.882 -2.693 12.059 -0.001 -0.005 -0.002
Si -8.169 0.026 12.096 -0.001 0.001 -0.003
Si -5.444 2.756 12.096 0.008 -0.005 -0.005
Si -8.161 5.482 12.084 0.006 0.003 0.005
Si -5.449 -8.122 12.1 -0.002 -0.002 -0.001
Si -8.165 -5.399 12.084 0.015 -0.002 -0.003
Si -5.45 -2.697 12.131 -0.013 -0.013 -0.001
Si -2.72 0.03 12.146 -0.003 0.001 0.003
Si 0.005 2.749 12.19 0 0.006 -0.003
Si -2.719 5.479 12.145 -0.001 -0.003 0.005
Si -0.005 8.189 12.207 -0.007 -0.003 0
Si -2.73 -5.419 12.164 -0.004 -0.004 0.004
Si 0 -2.692 12.181 0.004 0.003 -0.003
Si 1.368 1.399 13.561 0.01 -0.016 -0.003
Si 4.064 4.116 13.628 -0.004 0.018 0.001
Si 1.344 6.839 13.588 -0.005 0 -0.001
Si 4.079 -6.767 13.634 0.002 -0.008 0.007
Si 1.344 -4.037 13.567 -0.01 0.013 0.001
Si 4.074 -1.332 13.628 0.007 -0.002 -0.001
Si 6.785 1.388 13.666 -0.008 0.002 0.007
Si 9.51 4.101 13.698 0.005 0 -0.001
Si 6.797 -9.499 13.668 0.011 -0.013 -0.002
Si 9.49 9.534 13.681 -0.012 0.018 0
Si 6.77 -4.068 13.665 0.002 0.014 0
Si 9.504 -1.355 13.678 0.011 -0.008 0.004
Si 12.227 1.379 13.71 0.003 -0.002 0.01
Si 14.945 4.071 13.653 0.003 -0.007 -0.01
Si 12.21 6.808 13.686 0 0.002 0.007
Si 14.944 9.507 13.7 0 -0.009 -0.003
Si 12.217 -4.079 13.704 0.004 -0.001 0.002
Si 14.937 -1.362 13.703 0 0.003 -0.006
Si 17.673 1.338 13.675 -0.004 0.005 -0.002
Si 20.381 4.034 13.687 -0.01 0.006 -0.007
Si 17.654 6.758 13.686 0.005 0.012 0
Si 20.383 9.477 13.676 0 -0.001 0
Si 17.677 -4.1 13.704 -0.003 -0.002 0.001
Si 20.411 -1.407 13.679 0.013 -0.021 0
Si 23.108 1.291 13.7 -0.003 0.002 0.008
Si 25.83 4.004 13.687 0.011 -0.022 0.004
Si 23.115 6.759 13.689 -0.009 0.007 0.006
Si 25.832 9.482 13.683 -0.001 0.003 -0.002
Si 23.13 -4.124 13.668 0.004 -0.012 -0.009
Si 25.823 -1.423 13.69 0 0.005 0.004
Si 28.571 1.302 13.674 -0.003 -0.008 0.002
Si 31.282 4.03 13.64 -0.002 0.001 0.001
Si 28.56 6.752 13.677 0.003 -0.003 -0.002
Si 31.275 9.474 13.661 0.004 -0.002 0.009
Si 28.532 -4.126 13.674 -0.003 0.012 0.006
Si 31.271 -1.406 13.665 0.003 0.002 0.011
Si 34.006 1.326 13.602 -0.006 0.01 0.007
Si -28.544 4.048 13.559 -0.017 0.001 0
Si 34.01 6.752 13.607 0.017 -0.017 0.004
Si -28.539 9.506 13.59 -0.022 0.009 0.009
Si 34.01 -4.119 13.641 0.011 0.002 0
Si 36.746 -1.396 13.58 0.016 -0.012 0.007
Si -25.802 1.331 13.53 0.001 -0.002 0.006
Si -23.076 4.054 13.476 -0.002 -0.008 -0.002
Si -25.821 6.783 13.522 -0.012 0.001 0.011
Si -23.09 9.506 13.473 -0.003 -0.001 0.001
Si -25.81 -4.093 13.517 -0.007 -0.003 0.002
Si -23.078 -1.393 13.49 0.005 0 0.006
Si -20.366 1.347 13.436 -0.005 0.012 0.002
Si -17.638 4.071 13.405 0.003 -0.011 -0.001
Si -20.367 6.799 13.446 -0.004 0.003 0.002
Si -17.644 -6.794 13.449 -0.003 -0.001 0.006
Si -20.358 -4.08 13.46 0 -0.009 0.003
Si -17.643 -1.37 13.436 0.006 -0.001 0.006
Si -14.947 1.361 13.411 -0.006 0.021 0.006
Si -12.23 4.098 13.425 -0.002 -0.004 0.016
Si -14.937 -9.491 13.429 -0.011 0.003 0.01
Si -12.229 -6.764 13.432 -0.003 0.001 0.002
Si -14.939 -4.062 13.438 -0.005 0.003 -0.001
Si -12.238 -1.353 13.431 -0.004 -0.003 0.003
Si -9.535 1.384 13.447 0.007 0.002 0.005
Si -6.806 4.118 13.443 0.01 -0.006 0.001
Si -9.52 -9.467 13.434 -0.007 -0.001 0.004
Si -6.819 -6.763 13.444 -0.004 0.008 0.002
Si -9.542 -4.048 13.436 0 0.001 0.003
Si -6.827 -1.339 13.471 0.003 0.006 0.008
Si -4.097 1.404 13.465 -0.01 0.012 -0.003
Si -1.36 4.129 13.516 0.002 -0.004 0.005
Si -4.091 6.854 13.472 -0.008 0.001 0
Si -1.376 9.551 13.544 0.006 -0.009 0.006
Si -4.109 -4.063 13.504 0.008 0.003 0.007
Si -1.362 -1.323 13.515 -0.005 0.007 0.003
Si 0.006 0.026 14.883 -0.005 0.005 0.003
Si 2.687 2.759 14.964 -0.008 -0.01 0.006
Si -0.033 5.483 14.924 0.003 -0.007 0.008
Si 2.699 8.195 14.96 0.001 -0.008 0.004
Si -0.025 -5.396 14.902 0.008 0.006 0.001
Si 2.696 -2.698 14.957 -0.008 -0.001 0.003
Si 5.417 0.027 15.012 0.008 -0.007 0.008
Si 8.132 2.748 15.047 0.001 0.001 0.005
Si 5.422 5.463 15.006 -0.006 -0.003 0.005
Si 8.138 -8.139 15.052 -0.002 -0.013 0.006
Si 5.423 -5.427 15.04 0.002 0.004 0.008
Si 8.13 -2.715 15.021 -0.001 -0.004 0.002
Si 10.843 0.015 15.045 -0.004 0.001 0
Si 13.592 2.765 15.05 0.008 0.01 0.003
Si 10.85 5.476 15.073 -0.007 -0.003 0.01
Si 13.558 8.165 15.053 0.007 0.004 0.007
Si 10.83 10.894 15.053 -0.008 -0.002 0.006
Si 13.564 -2.707 15.066 -0.005 0.001 0.007
Si 16.298 0.013 15.043 -0.006 -0.005 0.01
Si 19.022 2.676 15.057 0.005 0.001 0.011
Si 16.282 5.397 15.043 -0.018 -0.005 0.002
Si 19.015 8.12 15.031 -0.01 -0.004 0.011
Si 16.297 10.876 15.059 0.007 0.009 0.002
Si 19.062 -2.748 15.054 0.009 0.012 0.001
Si 21.766 -0.083 15.074 -0.001 0.005 0
Si 24.486 2.63 15.059 0.007 0.004 0.003
Si 21.748 5.392 15.035 0.001 0 0.002
Si 24.475 8.13 15.05 0.01 0.01 -0.002
Si 21.757 10.847 15.009 0.004 0.009 0
Si 24.471 -2.782 15.07 -0.01 -0.006 0.015
Si 27.214 -0.069 15.028 0.009 0.001 0.007
Si 29.956 2.657 15.025 0.009 0.011 0.007
Si 27.207 5.368 15.021 -0.003 -0.001 -0.012
Si 29.922 8.119 15.042 -0.001 0.008 0.002
Si 27.181 10.847 15.062 -0.007 -0.012 -0.007
Si 29.892 -2.761 15.03 -0.005 0.002 -0.002
Si 32.665 -0.031 14.989 0.004 -0.005 0
Si 35.376 2.703 14.936 0.005 -0.002 0.003
Si 32.658 5.392 14.98 0.006 0.006 0.005
Si 35.379 8.129 14.938 0.001 0.004 -0.002
Si 32.652 10.835 15.007 0.003 -0.005 0.003
Si 35.402 -2.753 14.973 -0.008 -0.009 0.001
Si 38.134 -0.035 14.908 -0.011 0.007 0.001
Si -24.413 2.689 14.86 0.001 0.002 0.008
Si -27.17 5.414 14.891 -0.006 0 0.006
Si -24.447 8.156 14.847 -0.012 0.003 0.002
Si -27.162 10.898 14.912 0.007 0.01 0.005
Si -24.436 -2.751 14.868 0.006 -0.009 0.003
Si -21.702 -0.024 14.813 0.006 0.003 0.007
Si -18.98 2.697 14.765 0.004 0.001 -0.001
Si -21.708 5.419 14.809 -0.001 -0.006 0.007
Si -19.007 8.155 14.804 0.003 -0.003 0.005
Si -21.723 10.873 14.808 0.001 0.014 -0.001
Si -18.99 -2.724 14.817 0.003 0 0.002
Si -16.269 -0.024 14.787 0.001 0 0.001
Si -13.585 2.708 14.767 -0.005 -0.01 0.002
Si -16.287 5.431 14.76 -0.004 -0.009 0.004
Si -13.576 -8.125 14.795 0.003 0.004 0.006
Si -16.278 -5.432 14.809 0.005 -0.001 0.004
Si -13.578 -2.717 14.816 0.004 -0.005 0.001
Si -10.89 0.002 14.8 -0.003 0.002 0.006
Si -8.167 2.754 14.79 -0.003 0.004 0.009
Si -10.879 5.483 14.771 0.011 -0.002 0.002
Si -8.19 -8.087 14.812 0.007 -0.005 0.005
Si -10.894 -5.399 14.815 -0.001 -0.003 0
Si -8.208 -2.7 14.82 0.006 -0.008 0.003
Si -5.463 0.041 14.804 0.004 -0.002 0
Si -2.74 2.762 14.825 -0.005 -0.01 0
Si -5.465 5.499 14.8 0.001 0 0.005
Si -2.753 8.19 14.879 0.002 0.005 0.008
Si -5.483 -5.438 14.846 -0.006 -0.009 0.004
Si -2.741 -2.689 14.836 0.004 -0.004 0
O 3.394 3.779 25.269 -0.361 0.61 -0.298
O 1.068 -1.893 22.907 0.008 -0.66 -0.081
O 4.069 2.169 22.93 -0.242 0.308 0.481
O 2.587 5.511 22.223 0.328 0.043 0.447
O -0.947 1.802 22.984 0.236 -0.049 0.13
O 6.303 -7.168 23.246 0.359 -0.184 0.242
O 1.452 -6.336 23.082 -0.318 -0.195 0.095
O 2.067 -5.153 25.328 0.317 -0.316 0.437
O 3.22 -4.355 23.026 0.042 0.216 0.453
O 13.236 -0.841 25.402 -0.228 0.289 0.09
O 8.956 1.131 23.183 -0.29 0.174 -0.011
O 10.793 2.764 22.299 -0.149 0.092 0.556
O 6.449 3.243 22.916 -0.063 0.029 0.319
O 7.992 5.336 22.258 -0.249 0.027 0.155
O 9.685 7.052 23.259 0.448 0.549 -0.176
O 9.983 8.112 25.615 0.031 0.092 0.339
O 11.086 -5.972 -3.386 0.218 0.578 -0.226
O 8.098 -5.341 22.383 -0.047 -0.111 0.564
O 9.974 -0.863 24.474 0.339 0.161 -0.216
O 13.636 0.176 22.249 0.039 -0.039 0.137
O 15.289 2.079 23.164 0 0.141 0.114
O 9.968 0.921 -1.161 -0.015 0.011 -0.496
O 12.375 4.619 23.248 0.483 0.185 0.004
O 12.309 -6.516 23.493 -0.295 -0.346 0.266
O 14.802 6.585 23.299 -0.3 -0.297 0.196
O 16.38 -8.044 22.194 0.149 -0.069 0.586
O 11.591 -6.441 -7.112 0.056 0.288 0.483
O 13.945 -5.069 22.162 0.119 -0.134 0.032
O 18.632 -3.043 25.97 0.03 -0.035 0.153
O 16.117 -6.259 -3.3 -0.135 -0.37 -0.836
O 20.56 0.663 23.284 -0.317 -0.043 0.26
O 17.31 3.731 22.991 -0.099 0.005 0.124
O 19.074 5.428 22.168 0.04 -0.01 0.25
O 20.978 7.065 22.905 0.222 -0.241 0.117
O 17.077 7.584 -5.246 -0.062 0.525 -0.171
O 14.456 -3.406 -6.41 -0.435 0.168 0.115
O 17.903 -6.072 22.878 -0.173 0.134 0.126
O 21.009 2.943 -6.592 -0.287 -0.198 0.549
O 19.877 -4.418 23.287 -0.105 0.262 0.508
O 21.651 -2.836 22.211 0.084 0.18 0.516
O 21.794 0.393 25.681 -0.114 -0.327 0.487
O 25.089 -0.375 25.43 -0.442 0.044 0.233
O 26.784 6.109 25.598 -0.491 -0.263 0.347
O 29.148 -3.34 -5.895 -0.171 -0.616 -0.439
O 26.944 -8.133 21.745 -0.273 0.056 0.164
O 19.8 4.098 -3.033 0.475 -0.016 -0.614
O 24.503 -5.688 22.336 -0.106 -0.102 0.205
O 26.635 -4.529 23.321 0.257 0.137 0.444
O 24.575 -5.63 25.41 -0.362 0.053 -0.341
O -31.464 3.419 22.992 -0.067 0.282 0.047
O -26.597 3.158 22.092 0.229 0.029 0.51
O 28.766 4.523 23.208 -0.247 -0.275 0.544
O 29.437 5.83 25.471 0.587 -0.145 0.258
O -31.257 -6.682 23.129 -0.029 0.308 0.462
O 32.628 7.692 22.349 0.277 0.243 -0.528
O -32.451 -2.804 22.169 -0.189 -0.073 0.173
O 32.218 -7.63 24.785 -0.777 -0.237 0.253
O -30.468 -1.285 22.972 0.287 -0.023 -0.102
O -26.465 1.228 24.976 0.282 0.141 -0.231
O -26.191 -1.66 23.135 -0.746 0.289 0.247
O -27.944 6.463 23.143 0.491 -0.123 0.094
O -24.448 -6.218 -5.59 -0.07 -0.001 0.319
O -28.769 1.766 -2.806 0.084 -0.154 0.554
O -29.803 -5.335 21.668 -0.037 -0.124 0.194
O -31.26 7.437 -6.219 0.588 0.195 0.261
O -24.447 -2.975 24.454 -0.081 -0.093 -0.159
O -26.384 3.139 -6.5 -0.185 0.002 0.269
O -24.318 -0.003 22.163 0.095 -0.102 0.044
O -22.335 6.91 22.927 0.189 -0.189 0.345
O -25.955 -7.301 23.165 0.246 -0.184 0.061
O -24.4 -5.542 22.037 -0.157 0.08 0.411
O -29.153 -3.336 -3.892 0.148 0.039 0.664
O -22.557 -4.114 23.025 0.288 0.178 0.203
O -24.508 -1.835 -3.02 0.184 0.413 -0.166
O -18.899 0.017 22.151 0.135 -0.168 0.173
O -17.075 1.754 23.03 0.067 -0.026 0.463
O -12.094 4.485 -5.856 -0.365 -0.149 0.339
O -17.048 7.016 22.558 0.028 -0.118 0.263
O -15.76 -7.062 22.889 -0.434 0.098 0.169
O -22.272 -1.797 -4.263 0.653 0.269 0.328
O -20.864 -7.249 22.742 -0.188 -0.008 0.441
O -19.016 -5.532 21.967 -0.072 -0.053 0.226
O -22.3 6.237 25.563 0.508 0.16 -0.583
O -10.666 -0.911 25.179 -0.432 -0.706 -0.221
O -11.986 2.061 22.88 -0.109 0.38 0.002
O -13.529 0.106 22.071 0.118 -0.176 0.022
O -16.556 3.414 25.099 -0.47 -0.021 0.08
O -13.517 5.362 22.036 -0.083 -0.289 0.438
O -13.014 5.596 25.229 0.111 0.155 -0.197
O -17.418 8.103 24.819 0.095 0.488 0.193
O -12.422 -6.666 -5.841 0.379 -0.034 -0.002
O -13.691 -5.701 21.881 -0.068 -0.282 -0.136
O -14.032 7.899 -6.956 -0.035 0.018 0.611
O -14.531 -1.286 25.639 0.408 0.47 -0.024
O -7.792 0.374 21.883 -0.158 -0.188 0.142
O -5.779 2.432 22.002 -0.137 -0.006 0.593
O -6.334 1.995 -5.028 -0.087 0.031 -0.399
O -9.823 3.572 22.804 0.245 0.097 0.181
O -6.391 7.156 22.97 0.097 -0.156 0.235
O -2.244 -5.051 25.111 -0.132 -0.535 -0.415
O -8.193 -5.439 22.139 0.301 -0.189 0.261
O -4.845 -1.54 22.712 0.094 0.159 -0.041
O -6.015 -1.939 24.999 0.106 -0.225 0.257
O -2.815 0.051 22.092 -0.051 0.133 0.561
O -0.425 -5.679 -3.433 -0.379 -0.413 -0.104
O -1.96 6.283 22.789 -0.066 -0.578 0.015
O -0.919 4.42 -5.583 -0.538 -0.134 0.206
O -2.831 5.19 25.056 0.456 -0.176 0.614
O -2.889 -5.453 21.976 -0.139 -0.042 0.091
O 5.879 0.588 23.578 0.05 -0.058 -0.144
O 9.731 3.481 -5.561 0.549 0.057 -0.199
O 2.929 8.131 -6.117 0.015 0.078 -0.056
O 2.937 8.125 -0.468 -0.057 0.068 -0.346
O 6.885 -4.849 26.046 -0.093 -0.024 -0.57
O 4.407 7.285 23.132 0.312 -0.217 0.384
O 7.09 -1.546 23.263 0.11 -0.302 -0.024
O 11.417 -2.854 25.153 0.119 -0.118 0.656
O -29.548 -4.219 25.07 -0.197 0.524 -0.092
O 13.976 -3.099 24.321 0.022 0.014 -0.113
O 10.823 5.633 25.156 -0.263 -0.339 0.531
O 8.525 2.984 -3.31 -0.263 0.191 0.303
O 12.296 5.565 -4.909 -0.251 -0.286 -0.376
O 14.146 -5.526 25.24 0.32 -0.34 0.388
O 13.053 4.066 -0.882 0.179 -0.403 -0.319
O -15.17 3.539 22.894 0.254 -0.135 0.013
O 13.507 5.722 25.351 0.256 -0.404 0.597
O 16.109 -2.207 -4.673 0.368 0.044 -0.069
O 18.004 4.663 -1.396 -0.005 -0.33 -0.322
O -26.558 5.588 -5.493 -0.135 -0.217 0.079
O 13.943 3.696 -5.72 0.145 0.089 -0.026
O 1.722 3.475 -1.288 -0.406 -0.518 -0.441
O 17.635 1.243 23.886 0.591 0.092 -0.191
O 22.257 7.962 -5.607 -0.123 0.698 -0.051
O -23.265 6.523 -1.713 0.54 0.007 -0.378
O 23.178 -1.609 -1.561 0.508 -0.6 -0.163
O 18.094 -4.534 -2.87 0.292 0.1 -0.176
O 20.152 -6.948 23.826 -0.194 -0.049 -0.187
O -14.824 1.161 -5.882 0.197 0.04 -0.036
O 29.978 4.907 -4.27 0.009 0.064 0.567
O 22.716 -0.864 23.424 0.605 0.207 0.349
O -26.703 5.246 25.139 0.041 -0.247 -0.19
O -28.401 1.853 23.269 -0.291 0.21 0.101
O -2.611 7.974 -3.422 0.22 0.177 -0.32
O 17.752 -2.336 -1.236 -0.123 -0.239 -0.122
O 7.37 -1.59 -1.097 -0.274 -0.083 -0.375
O 27.504 0.332 24.65 0.252 0.499 -0.257
O 25.716 -1.398 -5.508 0.075 -0.207 -0.024
O 28.532 -1.719 23.329 0.263 -0.702 0.166
O 9.571 -6.821 -5.371 -0.204 0.032 0.151
O 25.111 7.365 -1.382 -0.482 0.049 -0.068
O -20.559 -1.838 23.029 -0.474 -0.227 0.17
O -11.276 3.555 24.937 0.336 0.041 0.035
O -6.025 -7.543 25.006 -0.145 0.605 -0.11
O 27.013 -5.478 -0.375 0.076 0.138 -0.25
O 29.944 -4.493 -3.632 -0.164 -0.571 0.012
O 9.632 -1.35 -2.452 -0.049 -0.09 -0.632
O -31.11 0.993 24.002 0.295 -0.036 -0.417
O 30.102 -0.001 22.24 -0.22 -0.156 0.059
O -28.271 -3.677 22.812 -0.037 0.648 0.137
O -11.061 5.372 -3.593 -0.69 -0.184 -0.01
O 16.187 2.203 -3.471 0.034 0.405 -0.124
O 31.892 -7.294 -5.837 -0.626 0.214 0.457
O -16.158 2.804 -4.265 0.198 0.211 0.59
O -17.628 -6.639 -5.921 -0.373 -0.135 -0.09
O -31.45 -3.44 -6.325 -0.294 -0.078 -0.043
O 4.222 -3.348 -1.376 0.457 -0.116 -0.418
O 31.07 -3.801 -1.367 0.039 0.295 -0.312
O 31.171 -4.562 23.19 0.1 -0.237 0.026
O -4.015 7.287 24.119 -0.015 -0.097 0.245
O -10.147 -5.828 -1.299 -0.404 0.282 0.039
O -17.066 1.211 -1.394 0.289 0.046 -0.119
O -29.435 -1.75 -5.966 0.433 0.325 -0.63
O -17.949 -5.976 -3.401 -0.826 -0.164 -0.01
O -5.099 3.625 -3.353 -0.151 0.037 0.482
O -28.261 4.423 -2.606 0.187 -0.041 0.494
O -19.359 7.212 -6.428 -0.221 0.05 -0.101
O -22.689 3.886 24.414 -0.1 0.133 0.035
O 24.213 4.206 25.49 0.271 0.613 0.008
O 18.953 8.052 -0.262 -0.132 0.267 -0.588
O -11.306 -5.692 -3.683 0.524 -0.357 -0.391
O -17.605 4.406 -5.802 -0.589 0.075 -0.036
O -26.438 -6.346 -1.438 0.033 -0.189 -0.53
O -23.491 2.846 -4.615 -0.679 -0.1 0.356
O -14.971 7.131 -2.513 0.294 -0.039 0.236
O -3.376 -5.798 -3.298 0.09 -0.018 -0.285
O -9.703 -3.8 -2.982 -0.118 -0.173 0.062
O -29.121 6.037 25.614 0.218 -0.195 0.506
O 19.204 -2.178 -3.312 -0.547 0.493 -0.285
O -10.21 0.235 -0.827 -0.167 0.402 0.266
O -8.208 -7.499 -0.877 0.549 -0.047 0.178
O -9.57 7.105 -2.324 -0.064 0.206 -0.13
O 23.806 -6.625 -1.258 0.425 -0.438 -0.492
O -0.751 -4.306 -1.282 0.501 -0.316 -0.069
O -2.133 -3.554 -3.41 0.177 0.845 -0.02
O -27.349 7.872 25.134 -0.245 0.084 0.635
O -7.737 -7.845 -3.481 -0.369 -0.133 -0.55
O -15.379 4.834 -1.265 -0.049 -0.197 -0.334
O 4.172 4.25 -1.416 -0.179 0.191 0.642
O -20.321 -7.76 -4.417 0.046 0.156 0.251
O 15.813 -0.305 24.986 -0.31 0.06 -0.113
O 14.151 1.586 25.838 0.252 0.418 -0.53
O 11.906 -0.875 -1.215 0.107 -0.051 -0.246
O 3.853 -6.633 24.078 0.001 0.107 0.079
O 18.373 -0.481 25.735 -0.031 0.483 0.314
O -11.469 -7.764 25.093 0.137 0.129 0.147
O 17.503 -6.363 -1.166 -0.421 0.414 -0.182
O 23.408 1.998 -6.294 0.279 -0.397 0.814
O -15.532 -1.162 23.191 -0.125 -0.184 0.04
O -20.309 4.743 -1.685 -0.396 0.178 0.02
O -9.826 1.369 24.194 0.446 0.131 -0.031
O -6.671 -0.466 -6.006 -0.219 -0.192 0.509
O -0.183 -8.135 22.134 -0.181 -0.175 0.387
O -4.091 4.023 23.144 0.268 0.164 0.105
O -21.999 -7.725 25.01 -0.332 0.635 -0.075
O -2.397 -2.444 25.423 -0.238 -0.08 0.593
O -1.802 6.846 -1.258 -0.389 0.329 -0.098
O 28.966 -4.466 24.65 -0.269 0.399 0.004
O -9.363 -1.551 -4.423 -0.195 -0.021 -0.497
O -5.978 1.164 -1.42 -0.161 0.238 -0.141
O -3.645 2.61 25.369 0.659 0.037 0.021
O -26.316 2.66 -3.179 0.096 -0.369 -0.363
O 14.802 -4.865 -1.449 -0.046 -0.271 -0.134
O -6.513 -3.704 -1.54 -0.451 0.252 -0.225
O 5.942 2.913 -3.654 0.108 0.385 0.028
O -2.511 2.944 -3.49 0.327 0.147 -0.635
O -26.009 -6.463 25.804 0.041 0.808 0.384
O -5.357 4.534 25.406 -0.156 -0.229 -0.194
O 5.54 0.049 -0.242 -0.049 0.018 -0.562
O -8.405 7.917 -6.846 -0.248 0.299 0.409
O -1.096 1.813 -6.118 -0.606 0.044 0.042
O -20.537 -3.198 -5.513 0.044 0.191 -0.266
O -17.354 0.802 -5.402 -0.399 0.307 0.082
O 0.869 0.054 -5.611 0.086 0.062 0.211
O 5.719 -1.298 -5.109 0.467 -0.158 -0.003
O 1.23 -6.721 -1.681 0.073 0.159 0.014
O 7.067 5.78 -5.442 0.123 0.073 0.138
O 12.296 3.461 25.622 -0.41 -0.402 0.025
O 4.423 3.398 -5.692 -0.284 0.191 0.085
O 9.386 -5.6 25.593 -0.011 -0.005 -0.488
O 2.382 -1.503 -1.333 -0.081 -0.051 -0.269
O 20.774 5.66 -6.189 0.227 -0.196 0.498
O 5.304 5.581 -3.454 -0.314 -0.223 -0.279
O 1.106 3.19 -6.485 0.477 0.129 0.656
O 16.976 5.148 -6.143 0.37 -0.003 0.1
O 0.459 -3.218 -3.393 -0.152 0.631 -0.056
O 8.26 2.736 -0.345 -0.185 -0.169 -0.715
O -8.03 -0.248 25.122 -0.009 0.081 0.091
O -9.803 -7.38 23.073 0.098 0.324 0.064
O 4.996 6.647 -1.097 0.058 0.085 -0.333
O 6.177 -4.646 -4.56 -0.349 -0.062 0.516
O -24.569 4.843 -6.986 0.055 0.016 0.009
O -5.156 -7.673 -3.434 -0.089 -0.572 0.121
O 22.774 2.387 24.494 -0.049 -0.469 -0.418
O 4.705 -1.03 -2.691 0.006 0.322 0.413
O 21.641 4.703 24.718 0.047 0.426 -0.41
O 26.678 7.649 -3.491 0.154 -0.151 0.081
O 16.381 -4.106 24.923 0.216 0.132 -0.706
O 17.692 2.701 -5.633 0.414 0.08 0.058
O -1.514 6.904 -5.764 -0.464 -0.13 0.123
O 27.219 -0.112 -0.005 -0.152 0.318 -0.122
O -30.534 5.764 -3.006 -0.097 0.28 -0.576
O -20.601 -6.112 -1.541 0.332 0.302 -0.503
O 11.668 7.866 -3.829 -0.067 0.161 -0.526
O 16.646 3.179 25.354 -0.471 -0.133 0.295
O 13.507 1.905 -3.402 -0.239 0.34 -0.227
O 28.667 -1.723 -1.271 0.029 -0.394 -0.361
O 22.466 4.079 -1.557 -0.198 0.32 -0.333
O 24.694 3.261 -0.587 0.321 0.129 0.417
O 24.188 -0.293 -3.649 -0.17 0.622 -0.179
O 24.881 -4.213 -1.241 -0.089 0.546 -0.227
O 27.869 4.672 -5.861 -0.224 -0.514 -0.311
O -5.203 5.42 -0.392 0.193 0.192 -0.102
O -13.777 2.976 -0.358 -0.093 0.218 -0.535
O -19.858 5.974 -4.055 -0.512 0.239 -0.106
O 22.827 4.422 -4.204 -0.561 0.36 -0.439
O -0.563 -0.758 24.585 0.024 0.571 -0.235
O -21.456 -4.214 -3.258 0.429 0.231 0.227
O -7.345 -2.918 -3.76 0.018 0.428 -0.755
O 25.698 -8.051 24.466 -0.459 -0.038 -0.357
O 19.939 -1.515 -5.755 -0.039 0.278 0.074
O 21.587 -1.061 -3.684 -0.329 0.37 -0.014
O -28.06 6.782 -3.767 -0.005 0.617 -0.391
O 28.433 0.501 -2.791 0.623 0.199 0.379
O -13.673 3.218 26.011 -0.457 0.414 0.091
O 32.133 -3.111 -3.715 0.53 -0.055 0.094
O 20.253 6.11 -1.331 0.53 -0.139 -0.275
O -24.007 1.77 -1.675 -0.137 -0.115 -0.462
O -3.462 0.805 -2.431 0.057 0.093 0.348
O -18.529 -1.472 -5.849 0.043 0.06 0.707
O -6.991 6.739 -1.589 0.175 -0.563 -0.272
O -0.481 -4.904 -6.392 -0.017 0.001 0.619
O -31.272 3.828 -1.379 -0.314 -0.571 -0.456
O -31.78 -1.249 -5.015 0.315 0.179 0.357
O -31.448 -5.88 25.979 0.229 -0.347 0.108
O 30.031 2.403 -0.131 -0.16 -0.038 -0.184
O 15.883 6.963 25.706 0.279 0.329 0.049
O 31.795 1.762 23.146 -0.087 0.255 0.364
O 25.117 3.824 -5.416 0.465 -0.214 -0.018
O 31.914 6.614 -4.847 -0.477 0.181 -0.156
O -22.089 4.182 -6.276 0.744 -0.331 -0.036
O 14.158 4.675 -3.229 0.292 -0.281 -0.001
O 8.841 6.857 -1.101 0.075 -0.026 -0.286
O 28.983 -1.986 -3.749 0.363 0.151 -0.479
O -30.817 3.476 -6.013 0.192 0.062 0.366
O 22.945 -5.031 -3.06 -0.532 -0.335 0.172
O 27.414 -4.108 -3.978 -0.005 0.392 0.39
O -4.781 -3.617 -3.697 0.203 0.37 -0.061
O -17.821 -0.996 -2.559 0.034 0.057 -0.702
O 27.599 5.103 -3.348 -0.311 0.069 -0.155
O 28.46 -6.467 23.111 0.472 0.054 0.447
O 26.434 0.898 -4.418 -0.031 0.426 -0.693
O -12.638 -1.355 -6.089 -0.13 -0.152 0.585
O -13.371 -6.036 25.092 -0.443 -0.09 -0.133
O -31.309 -7.078 -1.41 0.54 -0.342 -0.015
O -16.971 -0.255 25.354 0.062 0.165 -0.172
O -22.081 0.099 -0.76 0.026 -0.101 -0.097
O -19.893 7.168 24.24 0.253 -0.43 -0.012
O 0.345 -7.865 -6.747 0.078 0.13 -0.309
O -23.201 -5.04 25.484 -0.133 -0.375 -0.289
O 16.016 -3.008 22.16 0.213 -0.027 0.045
O -25.974 3 -0.644 0 -0.529 0.038
O 27.422 -6.585 -4.841 0.305 0.067 -0.342
O 28.452 2.703 -4.253 0.116 -0.025 -0.111
O 21.478 2.259 -3.274 0.057 -0.434 -0.344
O 19.876 2.018 -1.201 -0.645 -0.068 0.02
O -24.681 -1.534 -5.597 0.026 -0.357 -0.667
O 9.102 -3.575 -1.143 -0.083 -0.14 -0.282
O -18.5 -2.62 -0.509 -0.24 0.245 0.397
O 3.692 1.686 -1.166 -0.021 -0.222 -0.457
O -13.739 -4.936 -4.327 0.243 0.321 0.12
O -10.724 0.391 -5.847 0.002 0.314 -0.067
O 12.179 -1.709 23.074 -0.641 -0.384 0.092
O 1.412 2.125 24.31 0.305 -0.38 -0.178
O 31.943 4.089 -5.71 -0.012 -0.467 -0.18
O -23.695 0.383 -4.282 -0.068 0.173 0.642
O 5.334 7.743 -5.093 -0.23 0.052 0.229
O -27.202 5.289 -0.128 0.072 -0.046 -0.165
O -28.425 3.233 -4.894 0.371 0.67 -0.175
O -15.543 -0.955 -1.27 0.209 -0.132 -0.374
O -32.414 6.078 -0.99 0.45 0.058 -0.08
O 13.532 -2.788 -0.453 -0.252 -0.178 -0.495
O 4.615 -6.152 -6.041 -0.523 0.178 0.042
O -10.147 2.32 -2.51 -0.304 0.463 0.379
O -22.551 7.872 -5.529 0.191 -0.22 0.247
O -8.769 -1.71 -1.774 0.142 -0.112 0.062
O 31.014 -2.939 25.288 0.474 0.491 -0.448
O -27.91 -5.579 -3.547 0.239 -0.466 -0.359
O -1.161 0.615 -3.843 0.26 -0.23 0.159
O -9.828 3.51 -4.907 0.084 -0.004 -0.176
O -1.245 1.772 -1.489 -0.068 0.498 -0.148
O 7.691 -2.902 -3.27 -0.458 0.319 -0.113
O 18.548 -5.522 25.359 0.096 -0.48 0.392
O 14.324 6.459 -1.205 -0.152 0.123 -0.286
O -18.252 -4.093 -6.142 -0.219 0.045 0.121
O 9.631 1.65 25.686 0.402 0 0.104
O -14.696 -2.668 -5.275 -0.367 0.476 0.413
O -5.494 0.68 25.066 -0.245 0.429 -0.357
O 24.149 6.235 -5.707 0.358 0.002 -0.716
O 8.724 -3.047 25.3 -0.424 0.34 -0.072
O -31.123 -1.158 25.538 -0.274 -0.193 -0.027
O 4.591 -3.432 -6.27 -0.749 -0.242 -0.128
O 10.798 5.313 -0.104 -0.15 0.098 -0.152
O -1.599 -0.737 -6.088 0.051 -0.19 0.367
O 17.085 0.225 -4.894 0.597 -0.315 -0.236
O -13.434 -8.12 -0.368 0.173 -0.072 -0.242
O 16.385 -0.205 -0.372 0.277 0.244 -0.326
O -24.587 7.913 -7.099 -0.395 -0.541 -0.319
O 8.192 6.265 25.304 -0.393 0.125 -0.301
O 1.184 -7.644 -4.205 -0.143 -0.215 0.208
O 21.333 7.722 25.386 -0.048 -0.242 -0.096
O 32.195 -5.664 -2.917 -0.355 -0.211 -0.205
O -29.647 2.362 -0.172 -0.068 -0.114 -0.729
O -21.939 -2.809 25.128 -0.01 -0.03 0.497
O -29.557 -5.237 -5.717 0.292 -0.499 -0.184
O -27.964 -6.012 24.131 -0.218 -0.183 0.042
O 5.583 2.494 25.219 0.354 -0.361 0.357
O -24.449 5.243 22.098 -0.047 -0.016 0.495
O -16.384 5.3 -3.646 0.237 0.252 -0.467
O 8.027 3.801 26.004 -0.312 -0.181 -0.394
O -14.786 -4.21 23.864 0.094 0.338 -0.107
O -29.174 -0.762 -3.483 0.14 -0.17 0.379
O -3.074 -4.59 -5.593 -0.24 0.096 -0.331
O 8.52 -3.978 -5.545 0.39 0.233 0.124
O -29.997 1.168 -5.062 -0.073 -0.244 -0.361
O -25.393 6.558 -3.356 -0.111 0.124 0.443
O 14.815 1.623 -1.254 -0.314 0.449 -0.145
O 31.93 1.002 -1.163 -0.276 0.202 -0.492
O 30.649 6.272 23.126 0.066 -0.361 0.533
O -24.367 1.47 -6.727 0.463 -0.303 -0.51
O 32.336 4.682 -3.167 -0.143 -0.227 0.307
O -26.488 -1.573 -1.424 -0.331 0.303 -0.407
O 12.123 -7.409 -1.343 0.279 -0.607 -0.074
O 3.266 -1.125 -5.998 -0.147 -0.072 0.395
O 6.704 4.642 -1.268 0.225 -0.168 -0.662
O -27.14 -1.866 -4.82 0.243 -0.452 0.418
O 7.279 -7.33 -1.201 -0.27 -0.132 -0.258
O 7.164 7.263 -3.209 -0.325 -0.092 -0.303
O 28.037 7.335 -5.788 0.423 0.349 -0.326
O -21.061 -0.449 25.189 -0.165 -0.021 -0.169
O -12.012 -4.111 -1.688 -0.16 0.24 -0.292
O -18.973 5.405 21.868 0.041 0.329 0.207
O -3.266 5.475 -3.061 -0.519 0.104 -0.141
O 5.766 5.07 25.766 -0.337 0.398 -0.392
O -8.194 5.458 22.054 0.161 -0.114 0.241
O -16.933 -5.328 24.992 -0.407 -0.689 -0.197
O 24.122 8.041 -3.806 -0.461 0.561 0.342
O 18.627 6.459 -3.393 0.083 -0.208 -0.264
O 1.036 6.344 -5.402 0.526 -0.377 -0.195
O 11.163 3.093 -3.396 0.106 0.171 0.224
O 10.782 -5.434 -0.334 0.068 -0.045 -0.64
O 12.062 5.943 -2.304 -0.52 0.214 0.394
O -15.748 -7.202 -4.113 0.233 0.131 -0.492
O -30.065 -2.773 -0.342 -0.067 -0.083 -0.523
O 9.977 5.423 -3.767 -0.587 0.339 -0.115
O 21.637 0.084 -0.449 0.276 0.127 -0.502
O 22.697 -7.358 23.34 0.106 0.014 0.304
O 29.339 -1.077 25.858 0.101 0.498 0.097
O 16.165 5.362 0.146 -0.216 -0.164 0.171
O 3.008 -2.739 -3.615 0.24 0.228 -0.304
O 19.989 -3.703 -1.256 0.342 0.042 -0.39
O -15.734 -4.897 -6.061 0.366 -0.118 -0.625
O -26.336 -8.075 -5.17 -0.203 0.426 0.324
O -17.939 7.746 -4.228 0.316 -0.459 0.198
O -11.841 6.274 -1.287 -0.293 -0.351 -0.296
O -4.884 -6.998 22.743 -0.459 0.337 0.386
O 26.998 -2.151 25.386 0.152 -0.625 -0.234
O 28.789 4.114 -1.365 0.415 -0.374 -0.493
O -6.047 6.828 -6.473 0.707 -0.156 0.478
O 25.21 0.875 -1.18 -0.422 -0.33 -0.463
O -26.522 0.514 -5.721 -0.218 0.34 0.5
O -20.324 -1.505 -1.822 -0.247 -0.218 -0.745
O -6.623 -5.462 -3.516 -0.478 0.126 0.14
O 21.697 -5.458 -0.308 -0.198 0.06 -0.084
O -10.035 6.025 -5.953 0.052 0.263 0.143
O 13.708 -8.047 25.057 -0.145 -0.076 0.426
O 15.116 -0.173 -3.224 -0.146 -0.546 0.248
O -9.447 -1.114 23.045 -0.06 -0.29 0.342
O 31.809 -0.558 -3.214 -0.679 0.409 -0.297
O 26.597 5.365 -0.778 -0.208 -0.572 0.165
O -9.742 6.719 24.619 0.105 -0.557 -0.184
O -31.786 -7.792 -3.856 0.55 -0.327 -0.072
O -11.064 -0.011 -3.321 -0.815 -0.202 -0.06
O 25.932 2.173 25.653 0.628 0.082 -0.233
O 18.484 -7.194 -3.539 0.315 0.202 0.178
O -28.895 6.74 -1.313 -0.394 0.36 -0.195
O 17.63 -1.329 23.35 0.326 -0.24 0.177
O 14.62 -0.346 -5.769 -0.185 -0.134 0.126
O -28.733 2.174 25.892 0.044 0.118 0.137
O -31.65 5.254 25.637 0.004 -0.077 -0.373
O -0.742 6.02 -3.48 0.376 -0.371 0.166
O -21.881 1.196 -6.014 0.078 -0.215 0.516
O 14.812 6.211 -5.176 -0.017 0.361 0.328
O 28.133 7.071 23.681 -0.052 0.361 0.07
O -26.053 -3.965 -2.559 0.372 -0.249 -0.758
O -3.542 3.613 -1.218 0.242 -0.144 0.215
O -32.427 2.772 25.349 -0.62 0.019 0.352
O 5.317 8.126 25.507 0.365 -0.261 0.132
O -4.205 -3.692 24.049 -0.09 -0.609 0.148
O -26.905 -3.692 24.888 0.046 -0.328 0.586
O -22.551 1.776 22.896 -0.228 0.056 0.208
O -4.679 -1.135 -1.295 -0.295 -0.343 -0.198
O 24.042 2.496 -2.986 0.115 -0.289 -0.469
O -2.117 -6.932 -6.339 -0.49 -0.123 0.04
O -13.095 -3.517 25.781 0.309 -0.108 0.257
O -17.138 -3.886 22.745 -0.001 0.122 0.193
O -3.639 -7.372 -1.258 0.308 -0.105 -0.11
O -24.71 -8.072 -0.502 0.062 0.028 -0.187
O -28.241 -4.463 -1.188 0.1 0.12 -0.307
O 21.092 -3.546 -4.398 -0.332 -0.335 -0.432
O -24.456 -2.982 -0.696 -0.284 0.295 0.183
O 31.174 -5.473 25.709 -0.093 0.107 0.551
O 28.551 6.758 -1.488 -0.106 0.076 0.52
O 7.67 1.855 -5.474 -0.252 -0.549 -0.122
O -19.015 2.788 -0.584 -0.135 0.002 -0.102
O -15.685 0.353 -3.482 0.273 -0.101 -0.228
O 11.272 0.455 -3.395 0.129 -0.286 -0.621
O -19.059 -8.051 -0.598 0.104 -0.128 -0.33
O 27.19 2.724 22.24 -0.06 -0.244 0.043
O 0.482 4.012 22.808 -0.404 0.198 0.135
O -29.907 5.316 22.07 -0.233 0.196 0.123
O -15.107 -6.7 -1.628 -0.296 0.414 -0.311
O 23.011 -4.685 -5.703 -0.519 -0.571 -0.331
O -31.215 0.794 -2.737 0.06 0.618 -0.311
O -13.639 -2.548 -0.506 0.077 0.086 -0.325
O -12.413 1.312 -1.558 -0.556 -0.155 -0.5
O -7.764 5.367 25.764 -0.201 -0.541 -0.571
O -17.355 6.517 -1.504 -0.048 0.017 -0.149
O 25.417 1.094 23.246 -0.749 -0.285 0.056
O -21.093 3.679 -3.91 0.049 -0.517 0.088
O 0.335 0.002 -0.504 0.154 -0.009 -0.287
O 29.241 8.169 -3.605 0.687 -0.073 -0.225
O -17.095 -4.701 -1.241 0.493 -0.434 0.023
O -9.708 4.693 -1.38 0.003 0.224 -0.287
O -30.875 7.34 24.302 0.302 -0.117 -0.278
O 13.598 -6.568 -3.253 0.132 -0.152 -0.184
O 1.663 -3.606 -5.734 0.556 0.032 0.034
O -7.98 2.775 -0.53 -0.057 0.12 -0.551
O -18.51 3.789 -3.428 -0.105 -0.175 0.488
O -19.391 -2.575 25.291 0.34 0.073 -0.523
O 23.519 4.422 22.902 0.468 0.447 0.032
O -27.662 0.347 -0.249 0.17 0.218 -0.799
O -0.696 3.431 25.082 -0.829 0.349 0.019
O 24.621 -2.989 26.024 -0.541 0.058 -0.44
O 20.521 -1.589 24.789 -0.124 -0.333 -0.131
O 16.745 -4.507 -5.786 0.114 -0.576 0.111
O -21.819 -6.032 -5.845 0.521 0.144 -0.196
O -5.544 -0.154 -3.647 -0.328 -0.585 -0.135
O -20.807 2.12 24.847 0.327 0.259 0.039
O 31.033 -1.534 -5.616 0.266 0.336 -0.291
O -28.831 -0.175 24.73 0.347 -0.692 -0.155
O -22.966 -5.073 -1.301 0.16 -0.363 0.061
O 25.769 6.204 23.01 -0.466 -0.423 0.197
O 5.486 -1.359 25.452 -0.435 -0.309 -0.16
O 0.115 5.346 -0.389 -0.241 0.039 -0.123
O -14.969 7.119 24.091 0.336 0.142 -0.554
O 9.822 -3.256 23.026 0.099 0.07 0.074
O -2.656 -2.695 -0.495 0.17 -0.151 -0.215
O -6.579 4.571 -5.324 0.016 0.125 -0.004
O -22.424 -6.683 -3.371 -0.411 -0.419 0.043
O -12.254 -4.236 23.366 0.501 0.093 0.189
O 24.974 5.606 -3.337 0.458 -0.228 0.477
O -6.496 -7.01 -5.633 0.307 0.673 -0.186
O 5.613 -5.4 -0.474 0.058 -0.101 -0.27
O -14.916 1.472 24.606 -0.039 -0.573 -0.096
O -5.247 -5.527 -0.38 -0.304 -0.152 -0.024
O 27.094 -6.178 25.396 0.451 -0.019 0.288
O -16.132 -4.051 -3.581 0.074 0.149 0.075
O -26.194 -1.43 25.764 -0.185 0.16 -0.202
O -4.332 0.74 -5.909 0.793 -0.179 0.354
O 2.597 0.078 22.108 0.239 0.032 0.689
O 26.643 2.575 -2.415 0.15 0.263 0.36
O -23.095 5.423 -4.127 0.273 0.465 -0.427
O -18.643 -3.437 -2.958 -0.144 -0.109 -0.381
O -23.13 -3.934 -5.284 -0.55 0.338 0.16
O 0.568 -3.044 25.219 -0.336 -0.091 -0.149
O 30.919 7.676 -1.466 0.053 0.539 -0.391
O 24.863 -7.594 -6.249 0.407 -0.107 0.031
O 28.889 -6.973 -1.315 0.399 0.3 -0.089
O 18.831 1.675 -3.548 0.087 -0.468 0.006
O -1.682 -3.492 23.082 0.454 0.474 0.186
O 7.709 0.02 25.302 -0.039 -0.103 0.447
O 9.3 -7.724 -2.885 0.535 -0.054 0.262
O -2.902 0.126 25.084 0.178 0.098 -0.492
O -16.576 -2.75 24.998 -0.563 0.174 0.273
O 5.159 -2.756 22.188 -0.099 0.208 0.564
O 19.172 4.144 25.707 -0.217 0.186 -0.185
O -17.939 5.579 25.116 -0.246 -0.176 -0.602
O -12.532 0.879 25.716 0.371 0.232 -0.199
O 19.667 7.859 -5.47 -0.077 0.461 0.04
O -31.898 -1.158 -1.155 -0.274 -0.337 -0.329
O -11.712 7.138 22.882 0.085 0.25 -0.054
O 6.87 0.53 -3.403 0.162 0.001 0.082
O -20.668 3.648 22.785 -0.1 -0.261 0.239
O 1.968 -0.847 25.177 0.554 0.251 -0.335
O 25.622 -4.786 -5.681 0.186 -0.056 -0.268
O -30.534 -5.493 -3.321 -0.021 0.108 0.148
O 2.791 1.283 -7.01 0.177 -0.053 0.094
O 23.546 -2.737 -3.952 0.464 0.228 -0.441
O 12.059 1.81 -5.531 -0.545 -0.312 -0.283
O 32.547 -5.447 -0.08 0.01 0.112 -0.392
O 25.477 -5.786 -3.235 -0.131 -0.535 0.085
O 26.571 -1.301 -3.001 -0.373 -0.3 0.244
O 3.229 2.93 -3.438 -0.427 -0.139 -0.236
O 14.669 -4.264 -3.991 -0.571 0.385 0.249
O -1.517 7.568 24.973 0.109 0.336 -0.204
O -8.836 1.077 -4.297 0.605 -0.043 -0.383
O -19.4 0.862 -6.845 0.206 0.417 0.112
O -6.556 -3.572 22.993 -0.053 0.176 0.268
O 21.762 2.699 22.031 -0.333 0.237 0.381
O 2.132 -5.233 -3.686 0.791 -0.341 -0.087
O -7.755 3.311 -3.339 0.058 0.225 0.611
O -24.467 4.305 -2.262 0.095 0.029 0.11
O -15.725 5.71 -7.022 -0.169 0.127 0.726
O -13.266 -7.392 -3.44 0.364 -0.494 0.295
O 4.528 0.934 -4.503 -0.603 -0.294 -0.445
O 8.454 -5.393 -3.406 -0.11 -0.111 0.447

Results
total energy: -406620.558 eV
total energy less fixed offsets of O -438.25, Si -107.07 eV per atom: -7.758 eV
